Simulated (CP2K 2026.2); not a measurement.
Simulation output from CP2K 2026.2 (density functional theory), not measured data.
Periodic cell of 3456 atoms, Si2304O1152, from a study of silicon, its oxide and their interface. The atomic structure is a simulated model.
Doubt: the forces sum to 9.28 eV/angstrom along one axis rather than to zero, so they err by at least 0.0027 eV/angstrom per atom on average; the grid cutoff is modest.

Settings: functional PBE; method Gaussian and plane waves; basis set DZVP-MOLOPT-SR-GTH; pseudopotentials GTH-PBE; grid cutoff 300 Ry, relative cutoff 40 Ry; k points Gamma only; occupations fixed; spin none; net charge 0.

Cell vectors (angstrom)
a	130.56	0	0
b	0	16.32	0
c	5.8769	-4.2135	28.1325

Atoms: element, x, y, z (angstrom)
Si	1.21	-1.145	0.505
Si	-12.543	1.706	0.562
Si	-14.738	3.868	0.675
Si	-12.238	6.881	0.943
Si	-14.305	-7.191	0.443
Si	-11.843	-4.245	0.641
Si	-9.266	-1.522	0.458
Si	-6.87	1.663	0.386
Si	-10.129	4.747	0.417
Si	-6.741	6.7	0.538
Si	-9.778	9.749	0.572
Si	-7.126	-3.798	0.323
Si	-3.788	-1.526	0.232
Si	-0.954	1.141	0.392
Si	-4.518	4.442	0.466
Si	-1.919	7.016	-0.001
Si	-4.051	-6.974	0.349
Si	-1.618	-3.845	0.251
Si	-13.566	0.11	1.921
Si	-10.938	2.925	1.755
Si	-13.629	5.427	2.049
Si	-10.828	8.295	2.079
Si	-13.466	-5.437	1.821
Si	-10.756	-2.632	1.896
Si	-8.055	0.063	1.674
Si	-5.454	2.799	1.808
Si	-8.339	5.558	1.772
Si	-5.495	-8.1	1.795
Si	-8.16	-5.361	1.768
Si	-5.441	-2.652	1.534
Si	-2.684	0.049	1.583
Si	-0.01	2.773	1.733
Si	-2.806	5.521	1.608
Si	-0.081	8.049	1.31
Si	-2.773	-5.418	1.566
Si	-0.025	-2.775	1.62
Si	1.322	1.417	3.135
Si	-12.201	4.12	3.332
Si	1.158	6.779	2.932
Si	-12.202	-6.677	3.355
Si	1.334	-4.16	2.931
Si	-12.167	-1.277	3.184
Si	-9.487	1.468	2.998
Si	-6.912	4.145	3.089
Si	-9.457	6.9	3.31
Si	-6.799	-6.708	3.128
Si	-9.434	-4.013	3.233
Si	-6.703	-1.298	3.029
Si	-4.03	1.385	3.01
Si	-1.44	4.137	2.971
Si	-4.097	6.841	3.08
Si	-1.33	-6.831	2.818
Si	-4.112	-4.042	2.946
Si	-1.362	-1.353	2.982
Si	-0.029	-0.009	4.385
Si	-13.535	2.77	4.68
Si	-0.079	5.444	4.373
Si	-13.549	-8.096	4.643
Si	-0.017	-5.502	4.283
Si	-13.522	-2.659	4.519
Si	-10.794	0.12	4.471
Si	-8.167	2.758	4.474
Si	-10.828	5.517	4.626
Si	-8.078	-8.056	4.575
Si	-10.802	-5.326	4.631
Si	-8.038	-2.624	4.481
Si	-5.368	0.042	4.406
Si	-2.715	2.753	4.376
Si	-5.466	5.477	4.423
Si	-2.668	-8.112	4.332
Si	-5.396	-5.36	4.422
Si	-2.728	-2.708	4.329
Si	1.428	-1.39	11.124
Si	-12.095	1.457	11.336
Si	1.531	4.082	11.159
Si	-12.121	6.886	11.415
Si	1.51	9.512	11.149
Si	-12.154	-4.013	11.361
Si	-9.389	-1.295	11.272
Si	-6.649	1.421	11.239
Si	-9.389	4.17	11.352
Si	-6.659	-9.475	11.243
Si	-9.383	-6.714	11.27
Si	-6.659	-4.032	11.233
Si	-3.934	-1.34	11.188
Si	-1.212	1.351	11.149
Si	-3.922	4.097	11.233
Si	-1.213	6.784	11.139
Si	-3.959	-6.774	11.181
Si	-1.199	-4.097	11.149
Si	2.808	-0.055	12.466
Si	-10.733	2.794	12.718
Si	2.931	5.453	12.52
Si	-10.749	8.325	12.688
Si	2.898	-5.45	12.509
Si	-10.729	-2.669	12.626
Si	-8.038	0.103	12.583
Si	-5.242	2.714	12.603
Si	-8.015	5.568	12.667
Si	-5.248	-8.158	12.57
Si	-7.981	-5.402	12.61
Si	-5.287	-2.677	12.568
Si	-2.519	-0.036	12.534
Si	0.156	2.717	12.495
Si	-2.538	5.472	12.564
Si	0.163	8.109	12.479
Si	-2.587	-5.412	12.494
Si	0.149	-2.784	12.555
Si	1.471	1.323	13.848
Si	-12.072	4.145	14.112
Si	1.576	6.837	13.887
Si	-12.016	9.648	14.201
Si	1.554	-4.116	13.926
Si	-12.024	-1.263	13.979
Si	-9.334	1.427	14.041
Si	-6.609	4.129	13.901
Si	-9.346	7.038	14.016
Si	-6.559	-6.773	13.912
Si	-9.388	-4.072	13.949
Si	-6.673	-1.268	13.862
Si	-3.812	1.323	13.925
Si	-1.132	4.123	13.881
Si	-3.886	6.817	13.954
Si	-1.275	9.442	13.761
Si	-3.879	-4.026	13.903
Si	-1.265	-1.488	13.925
Si	0.136	-0.15	15.182
Si	2.949	2.69	15.105
Si	0.278	5.41	15.27
Si	2.859	8.295	15.299
Si	0.045	-5.511	15.053
Si	2.935	-2.847	15.405
Si	-10.628	0.004	15.396
Si	-7.943	2.823	15.321
Si	-10.722	5.662	15.307
Si	-7.9	8.352	15.393
Si	-10.568	10.992	15.584
Si	-8.011	-2.666	15.172
Si	-5.259	-0.018	15.231
Si	-2.445	2.759	15.243
Si	-5.229	5.433	15.274
Si	-2.535	8.172	15.318
Si	-5.168	-5.438	15.224
Si	-2.672	-2.704	15.453
Si	1.778	-1.117	16.592
Si	4.068	1.07	16.337
Si	1.968	4.249	16.492
Si	4	6.691	16.573
Si	1.132	-6.9	16.577
Si	4.807	-3.9	16.567
Si	-9.453	-1.605	16.677
Si	-6.269	1.659	16.496
Si	-9.084	4.519	16.477
Si	-6.786	6.644	16.539
Si	-8.709	10.073	16.848
Si	-6.567	-4	16.376
Si	-4.478	-1.68	16.749
Si	-1.171	1.256	16.51
Si	-4.044	3.859	16.573
Si	-0.864	7.018	16.523
Si	-3.681	9.768	16.679
Si	-1.436	-4.408	16.479
Si	1.44	-2.13	19.517
Si	-15.779	0.007	-6.937
Si	0.553	-4.774	18.688
Si	1.21	0.174	-3.963
Si	-3.626	-0.533	-2.662
Si	-11.015	-0.206	-4.612
Si	-9.253	1.414	-6.567
Si	-1.184	1.228	-2.584
Si	-6.465	2.107	-2.586
Si	-5.003	-4.539	-4.617
Si	-11.78	-5.028	-6.607
Si	-4.96	7.878	18.782
Si	-2.983	0.027	18.819
Si	-11.696	3.267	-7.006
Si	-13.081	7.982	-4.592
Si	0.629	2.659	18.523
Si	6.557	5.717	21.034
Si	-1.127	-1.095	20.815
Si	-0.791	4.293	20.257
Si	-7.288	-0.783	-7.065
Si	-2.678	5.706	18.7
Si	-0.944	-2.504	-6.844
Si	-10.465	-3.236	-4.424
Si	4.154	7.092	19.66
Si	-19.038	6.831	-5.991
Si	-14.286	-6.686	-6.742
Si	-8.816	2.978	-1.342
Si	-7.73	0.03	18.757
Si	-14.141	-6.142	-2.508
Si	-13.51	1.285	-5.643
Si	-12.4	-3.703	-2.259
Si	0.935	5.381	-2.337
Si	-10.042	4.422	19.334
Si	-15.745	0.536	-4.034
Si	-7.573	-2.886	-5.05
Si	-10.677	0.438	-1.568
Si	-10.274	-6.796	19.387
Si	-5.342	6.682	-4.091
Si	-8.454	7.26	-4.474
Si	-10.523	-7.8	-5.899
Si	-0.3	-6.827	-4.136
Si	5.9	0.651	18.655
Si	-2.458	-2.745	-4.239
Si	-4.378	4.198	-2.586
Si	-8.195	-8.009	-1.729
Si	-0.321	-4.263	-2.583
Si	-9.961	5.77	-6.691
Si	-3.913	-6.587	-6.803
Si	-5.794	5.963	-6.869
Si	2.371	-2.86	-1.772
Si	-6.016	-5.771	-1.867
Si	-1.876	5.674	-3.003
Si	-2.894	8.111	-4.511
Si	-6.307	-0.347	-4.294
Si	17.983	-1.725	0.028
Si	3.645	1.543	0.435
Si	1.518	3.858	0.343
Si	4.022	6.802	0.764
Si	1.833	-7.308	0.266
Si	4.123	-4.415	0.269
Si	6.981	-1.478	0.029
Si	9.886	1.364	0.071
Si	6.088	4.598	0.145
Si	9.415	6.34	-0.402
Si	6.315	9.721	0.213
Si	9.137	-3.76	0.071
Si	11.752	-1.182	0.035
Si	14.711	1.107	0.146
Si	12.762	3.586	0.151
Si	15.538	5.975	-0.033
Si	12.471	-7.094	-0.145
Si	15.323	-4.58	-0.095
Si	2.663	0.017	1.853
Si	5.3	2.797	1.482
Si	2.582	5.36	1.787
Si	5.446	8.24	1.805
Si	2.694	-5.592	1.657
Si	5.378	-2.698	1.346
Si	8.168	0.132	1.286
Si	10.999	2.754	1.493
Si	7.993	5.449	1.285
Si	10.889	-8.482	0.979
Si	8.061	-5.468	1.31
Si	10.729	-2.74	1.425
Si	13.455	-0.282	1.446
Si	16.293	2.39	1.427
Si	13.865	5.17	1.438
Si	16.417	7.862	1.175
Si	13.645	-5.607	1.24
Si	16.322	-2.892	1.241
Si	17.683	1.119	2.769
Si	4.029	4.024	3.028
Si	17.771	6.649	2.683
Si	4.024	9.502	3.115
Si	17.559	-4.121	2.846
Si	4.121	-1.429	2.904
Si	6.771	1.399	2.711
Si	9.441	4.084	2.659
Si	6.885	6.79	2.886
Si	9.548	-6.969	2.469
Si	6.745	-4.095	2.751
Si	9.433	-1.309	2.762
Si	12.253	1.248	2.812
Si	15.069	3.812	2.853
Si	12.282	6.618	2.523
Si	15.003	-7.03	2.572
Si	12.231	12.122	2.581
Si	14.932	-1.602	2.665
Si	16.28	-0.213	4.06
Si	2.731	2.714	4.441
Si	16.416	5.29	4.071
Si	2.615	8.087	4.31
Si	16.247	-5.619	4.049
Si	2.737	-2.777	4.254
Si	5.488	-0.006	4.169
Si	8.156	2.703	4.09
Si	5.47	5.429	4.231
Si	8.285	-8.164	4.109
Si	5.457	-5.396	4.265
Si	8.119	-2.74	4.109
Si	10.849	-0.058	4.143
Si	13.622	2.564	4.171
Si	10.892	5.38	3.997
Si	13.589	8.005	3.946
Si	10.875	10.727	3.916
Si	13.568	-2.905	4.035
Si	17.669	-1.435	10.904
Si	4.18	1.328	11.109
Si	17.684	4.03	10.873
Si	4.207	6.785	11.059
Si	17.69	9.411	10.863
Si	4.167	-4.147	11.01
Si	6.854	-1.399	10.96
Si	9.637	1.286	10.825
Si	6.903	4.066	10.954
Si	9.587	-9.62	10.877
Si	6.899	-6.839	11.005
Si	9.621	-4.134	10.874
Si	12.297	-1.434	10.83
Si	15.029	1.277	10.839
Si	12.339	3.985	10.89
Si	15.023	6.679	10.862
Si	12.33	9.432	10.834
Si	15.035	-4.18	10.804
Si	19.033	-0.059	12.263
Si	5.584	2.75	12.376
Si	19.037	5.359	12.272
Si	5.554	8.135	12.429
Si	19.033	-5.545	12.235
Si	5.517	-2.789	12.329
Si	8.222	0.044	12.198
Si	11.052	2.534	12.214
Si	8.26	5.392	12.331
Si	11.023	-8.314	12.155
Si	8.306	-5.448	12.286
Si	10.969	-2.775	12.223
Si	13.7	-0.112	12.169
Si	16.334	2.675	12.222
Si	13.719	5.33	12.266
Si	16.358	8.042	12.224
Si	13.682	-5.49	12.156
Si	16.348	-2.859	12.246
Si	17.694	1.384	13.594
Si	4.367	4.105	13.869
Si	17.703	6.731	13.651
Si	4.286	-6.79	13.881
Si	17.726	-4.191	13.623
Si	4.141	-1.517	13.76
Si	6.95	1.378	13.679
Si	9.65	3.873	13.496
Si	6.926	6.777	13.771
Si	9.747	-6.899	13.455
Si	6.959	-4.056	13.667
Si	9.577	-1.323	13.453
Si	12.496	1.245	13.623
Si	15.038	3.98	13.697
Si	12.349	6.68	13.584
Si	14.984	9.442	13.505
Si	12.414	-4.1	13.555
Si	14.944	-1.515	13.566
Si	16.338	-0.121	14.752
Si	18.998	2.687	15.117
Si	16.396	5.351	15.05
Si	18.965	8.132	15.091
Si	16.31	-5.544	14.904
Si	19.085	-2.859	15.003
Si	5.516	-0.016	14.881
Si	8.368	2.67	15.068
Si	5.712	5.47	15.375
Si	8.436	8.176	14.895
Si	5.794	-5.476	15.16
Si	8.233	-2.501	14.933
Si	11.043	-0.146	14.789
Si	13.821	2.57	15.153
Si	11.085	5.119	14.796
Si	13.647	8.128	14.91
Si	11.118	-5.582	14.78
Si	13.659	-2.772	15.115
Si	17.839	-1.206	16.114
Si	20.112	0.934	16.222
Si	17.921	4.31	16.541
Si	20.145	6.557	16.351
Si	17.277	-7.093	16.358
Si	20.815	-3.973	16.182
Si	6.66	-1.313	16.392
Si	9.981	1.372	16.181
Si	7.534	4.354	16.546
Si	9.661	6.498	15.916
Si	7.656	-6.435	16.329
Si	9.676	-4.09	15.751
Si	11.765	-1.876	16.248
Si	15.254	1.088	16.409
Si	12.12	3.657	16.391
Si	15.155	6.943	16.213
Si	12.656	-6.571	16.314
Si	14.882	-4.368	16.323
Si	17.686	-6.317	19.375
Si	1.861	-3.697	-6.56
Si	13.323	5.646	18.511
Si	16.333	-0.181	-2.178
Si	12.741	-3.613	-4.832
Si	9.221	-0.093	-4.103
Si	10.073	-0.772	18.289
Si	16.152	2.619	-3.219
Si	15.449	-1.672	20.736
Si	8.292	-3.534	-5.752
Si	5.939	-1.315	-5.932
Si	11.314	7.835	18.193
Si	14.392	0.85	19.191
Si	12.521	-2.811	20.959
Si	1.623	-8.198	-2.366
Si	16.747	2.434	18.624
Si	20.156	5.157	20.777
Si	19.583	-4.233	18.814
Si	3.623	6.177	-6.681
Si	16.794	-2.872	18.316
Si	2.367	3.554	-6
Si	14.951	6.167	20.912
Si	6.552	0.323	-2.509
Si	22.119	7.75	18.493
Si	7.599	3.123	19.539
Si	8.961	-6.836	18.98
Si	9.842	3.721	-2.127
Si	5.562	-4.174	19.448
Si	3.228	-2.099	-4.485
Si	10.625	-4.63	19.834
Si	3.832	1.286	-2.511
Si	14.138	4.554	-2.166
Si	11.657	0.196	20.613
Si	4.289	-1.445	20.442
Si	4.551	3.772	-3.834
Si	6.995	3.266	-2.54
Si	-0.147	2.466	-5.026
Si	10.9	2.504	-4.54
Si	8.884	-6.04	-4.28
Si	8.372	-2.806	19.831
Si	18.893	3.902	-3.873
Si	21.19	-1.927	20.267
Si	14.169	-7.894	-2.475
Si	10.18	-1.31	-6.464
Si	8.142	-7.656	-1.884
Si	16.64	7.587	-3.869
Si	3.343	6.427	-3.801
Si	17.874	7.136	20.716
Si	19.064	2.277	20.74
Si	14.808	-5.007	-3.03
Si	10.333	-5.692	-1.816
Si	22.737	4.881	18.907
Si	13.994	6.283	-4.491
Si	11.574	-1.724	-2.957
Si	33.118	-1.248	-0.325
Si	19.821	1.598	-0.227
Si	17.771	3.84	0.378
Si	20.722	6.341	-0.064
Si	17.623	-6.718	0.214
Si	20.105	-4.028	0.258
Si	23.665	-1.906	-0.198
Si	25.93	0.923	0.07
Si	23.057	4.258	-0.025
Si	25.754	6.699	0.396
Si	23.609	8.905	0.033
Si	25.717	-4.087	0.493
Si	28.231	-1.154	-0.056
Si	31.248	1.329	-0.15
Si	27.926	4.534	0.076
Si	31.281	6.574	-0.131
Si	27.776	9.921	-0.171
Si	31.571	-4.65	0.157
Si	19.047	-0.074	1.293
Si	21.719	2.565	1.017
Si	19.22	5.276	1.442
Si	21.794	7.991	1.255
Si	18.956	-5.482	1.659
Si	21.859	-2.814	1.168
Si	24.474	-0.292	1.365
Si	26.982	2.706	1.25
Si	24.35	5.326	1.587
Si	27.113	8.239	1.417
Si	24.377	-5.665	1.493
Si	27.195	-2.645	1.488
Si	29.771	0.074	1.234
Si	32.582	2.789	1.112
Si	29.697	5.52	1.286
Si	32.334	8.05	1.453
Si	29.692	-5.601	1.155
Si	32.415	-2.784	1.345
Si	33.852	1.321	2.477
Si	20.532	3.849	2.689
Si	33.785	6.801	2.819
Si	20.446	9.378	2.683
Si	33.863	-3.958	2.771
Si	20.494	-1.428	2.573
Si	23.034	1.204	2.502
Si	25.726	3.929	2.793
Si	23.009	6.73	2.828
Si	25.78	9.463	2.882
Si	23.01	-4.211	2.698
Si	25.797	-1.434	2.873
Si	28.416	1.399	2.622
Si	31.133	4.068	2.54
Si	28.498	6.88	2.738
Si	30.985	-6.861	2.705
Si	28.546	12.185	2.661
Si	31.066	-1.363	2.631
Si	32.505	0.004	3.923
Si	19.064	2.561	4.037
Si	32.456	5.349	4.045
Si	19.066	8.04	4.047
Si	32.46	-5.449	3.985
Si	19.056	-2.747	4.007
Si	21.75	-0.082	4.006
Si	24.343	2.546	4.026
Si	21.726	5.281	4.123
Si	24.409	8.068	4.154
Si	21.701	-5.547	4.086
Si	24.402	-2.865	4.083
Si	27.128	0.03	4.081
Si	29.819	2.714	3.969
Si	27.12	5.404	4.018
Si	29.797	8.136	4.186
Si	27.172	10.876	4.097
Si	29.819	-2.748	4.053
Si	33.865	-1.386	10.749
Si	20.387	1.275	10.893
Si	33.905	3.988	10.896
Si	20.371	6.71	10.873
Si	33.898	9.468	10.804
Si	20.323	-4.189	10.804
Si	23.073	-1.419	10.869
Si	25.769	1.314	10.871
Si	23.083	4.01	10.909
Si	25.782	6.731	10.879
Si	23.06	-6.887	10.787
Si	25.767	-4.117	10.797
Si	28.49	-1.36	10.796
Si	31.164	1.36	10.883
Si	28.473	4.033	10.884
Si	31.146	6.71	10.777
Si	28.463	9.45	10.803
Si	31.177	-4.127	10.782
Si	35.173	-0.005	12.097
Si	21.715	2.649	12.265
Si	35.247	5.335	12.278
Si	21.683	8.149	12.186
Si	35.281	-5.506	12.152
Si	21.665	-2.819	12.118
Si	24.422	-0.038	12.244
Si	27.113	2.669	12.242
Si	24.431	5.398	12.256
Si	27.178	8.077	12.214
Si	24.49	-5.584	12.097
Si	27.083	-2.678	12.11
Si	29.784	-0.002	12.206
Si	32.542	2.661	12.309
Si	29.826	5.411	12.23
Si	32.489	8.087	12.073
Si	29.79	-5.479	12.115
Si	32.564	-2.784	12.099
Si	33.924	1.238	13.64
Si	20.376	3.993	13.66
Si	33.723	6.685	13.464
Si	20.342	-6.894	13.656
Si	33.908	-4.162	13.455
Si	20.381	-1.485	13.567
Si	23.074	1.314	13.627
Si	25.811	4.059	13.624
Si	23.075	6.86	13.515
Si	25.881	-6.844	13.545
Si	23.02	-4.287	13.31
Si	25.783	-1.383	13.593
Si	28.379	1.273	13.654
Si	31.137	4.055	13.612
Si	28.538	6.788	13.656
Si	31.14	9.432	13.414
Si	28.418	-4.056	13.389
Si	31.241	-1.382	13.405
Si	32.572	-0.213	14.94
Si	35.263	2.586	15.043
Si	32.381	5.465	15.01
Si	35.105	8.009	14.745
Si	32.516	-5.557	14.696
Si	35.088	-2.761	14.905
Si	21.754	-0.124	14.931
Si	24.358	2.764	14.974
Si	21.685	5.558	14.85
Si	24.528	8.114	14.885
Si	21.844	-5.576	14.872
Si	24.343	-2.93	14.572
Si	26.967	-0.014	15.157
Si	29.842	2.625	14.93
Si	27.252	5.366	15.013
Si	29.878	8.23	14.988
Si	27.206	-5.38	14.861
Si	29.823	-2.717	14.642
Si	33.368	-1.97	16.371
Si	36.696	1.164	16.321
Si	33.954	4.193	16.165
Si	36.106	6.458	16.174
Si	33.578	-7.134	16.048
Si	36.699	-3.839	16.172
Si	22.991	-1.78	16.037
Si	25.784	1.747	16.511
Si	23.308	4.53	16.115
Si	25.713	6.61	16.239
Si	23.408	-6.696	16.258
Si	25.455	-4.365	16.013
Si	28.819	-1.179	16.062
Si	31.058	1.034	16.143
Si	28.31	3.693	16.324
Si	31.313	7.093	16.49
Si	28.917	-6.285	16.184
Si	31.143	-4.138	15.897
Si	35.304	-5.598	18.239
Si	12.949	-0.833	-5.255
Si	29.845	6.764	19.395
Si	30.684	-0.032	-4.668
Si	26.575	-3.134	-3.849
Si	24.018	-1.43	-3.258
Si	27.961	0.426	-5.801
Si	27.351	2.424	-3.789
Si	26.601	2.869	-6.566
Si	22.196	-3.783	-3.791
Si	20.546	-5.218	-5.712
Si	27.336	-7.916	18.388
Si	23.564	2.776	-6.83
Si	27.928	-1.205	18.766
Si	13.931	1.882	-5.381
Si	32.318	2.734	18.439
Si	32.576	-2.269	-6.014
Si	35.287	-0.762	18.361
Si	29.519	3.819	19.269
Si	33.917	-6.25	20.784
Si	24.157	2.303	19.254
Si	26.266	-4.299	-6.847
Si	19.192	-3.822	-3.496
Si	37.038	-8.121	18.495
Si	21.299	0.917	19.054
Si	25.623	-7.215	20.705
Si	24.926	2.716	-2.049
Si	16.788	-3.731	-6.885
Si	19.576	-5.972	-1.783
Si	25.17	-2.186	18.022
Si	24.193	-2.318	20.702
Si	30.89	6.072	-3.057
Si	19.534	4.762	-6.791
Si	16.971	-1.871	-4.529
Si	19.278	-0.446	-5.659
Si	19.527	6.554	-2.883
Si	16.289	-6.184	-5.24
Si	23.241	1.431	-4.109
Si	21.132	-7.525	-4.11
Si	28.387	1.083	20.375
Si	34.513	-7.26	-5.249
Si	39.855	-0.503	18.541
Si	30.334	-4.149	-6.729
Si	29.734	3.294	-2.202
Si	23.599	-6.38	-2.879
Si	31.973	-3.271	-2.409
Si	20.325	1.139	-3.253
Si	28.275	-6.278	-5.739
Si	33.96	1.063	20.429
Si	34.163	-4.196	-4.365
Si	26.737	-5.971	-2.953
Si	32.372	7.259	-6.714
Si	29.455	7.131	-5.631
Si	29.326	-1.95	-2.929
Si	49.731	-1.004	-0.261
Si	36.475	1.29	-0.167
Si	33.724	4.574	-0.022
Si	35.916	7.427	-0.088
Si	33.777	-6.755	0.51
Si	36.79	-4.308	0.035
Si	39.598	-1.73	-0.129
Si	41.767	0.913	-0.122
Si	38.941	4.156	-0.201
Si	42.008	6.508	-0.05
Si	38.893	9.761	0.098
Si	41.826	-3.966	-0.032
Si	45.035	-1.781	-0.2
Si	47.456	1.182	-0.07
Si	44.3	4.373	0.097
Si	47.099	7.237	0.138
Si	44.721	9.24	0.038
Si	47.16	-4.123	-0.146
Si	35.015	-0.153	0.973
Si	37.995	2.501	1.199
Si	35.192	5.655	1.374
Si	37.676	8.248	1.324
Si	35.249	-5.318	1.519
Si	37.961	-2.742	1.258
Si	40.534	-0.202	1.418
Si	43.15	2.569	1.105
Si	40.361	5.433	1.228
Si	43.177	8.074	1.317
Si	40.588	-5.458	1.292
Si	43.388	-2.761	1.219
Si	45.968	-0.087	1.184
Si	48.635	2.776	1.189
Si	45.945	5.537	1.333
Si	48.729	8.399	1.312
Si	45.936	-5.487	1.304
Si	48.761	-2.783	1.031
Si	50.059	1.415	2.519
Si	36.61	4.055	2.51
Si	50.028	6.889	2.59
Si	36.515	9.568	2.845
Si	50.138	-3.987	2.537
Si	36.478	-1.371	2.481
Si	39.254	1.264	2.706
Si	41.815	3.993	2.531
Si	39.119	6.85	2.613
Si	41.904	9.496	2.658
Si	39.3	-4.061	2.689
Si	42.058	-1.435	2.667
Si	44.606	1.327	2.525
Si	47.327	4.125	2.592
Si	44.608	6.842	2.726
Si	47.368	-6.685	2.716
Si	44.645	-4.103	2.661
Si	47.402	-1.429	2.51
Si	48.74	0.001	3.874
Si	35.221	2.685	3.88
Si	48.712	5.478	3.943
Si	35.156	8.172	4.135
Si	48.786	-5.323	3.972
Si	35.262	-2.653	4.06
Si	37.821	-0.061	3.967
Si	40.596	2.673	4.028
Si	37.889	5.397	3.985
Si	40.545	8.146	4.001
Si	37.965	-5.415	4.096
Si	40.674	-2.744	4.05
Si	43.343	0.002	4.001
Si	45.984	2.708	3.905
Si	43.234	5.374	3.945
Si	46.022	-8.115	4.033
Si	43.294	-5.465	4.014
Si	46.052	-2.722	3.961
Si	50.203	-1.29	10.782
Si	36.614	1.365	10.849
Si	50.25	4.126	10.728
Si	36.595	6.748	10.921
Si	50.239	9.552	10.692
Si	36.607	-4.122	10.801
Si	39.277	-1.394	10.883
Si	42.048	1.387	10.806
Si	39.306	4.133	10.885
Si	42.04	6.807	10.896
Si	39.308	-6.857	10.857
Si	42.05	-4.094	10.888
Si	44.743	-1.323	10.781
Si	47.521	1.396	10.811
Si	44.802	4.129	10.828
Si	47.493	6.858	10.757
Si	44.767	-6.745	10.886
Si	47.498	-4.057	10.755
Si	51.57	0.158	12.084
Si	37.966	2.748	12.231
Si	51.672	5.443	12.091
Si	37.974	8.119	12.281
Si	51.623	-5.402	12.018
Si	37.898	-2.797	12.248
Si	40.678	0.022	12.149
Si	43.438	2.748	12.156
Si	40.639	5.513	12.3
Si	43.409	8.187	12.253
Si	40.666	-5.501	12.214
Si	43.447	-2.685	12.2
Si	46.139	0.002	12.138
Si	48.905	2.801	12.139
Si	46.172	5.534	12.183
Si	48.886	8.218	12.088
Si	46.204	-5.378	12.215
Si	48.832	-2.704	12.128
Si	50.241	1.501	13.576
Si	36.651	4.023	13.719
Si	50.315	6.869	13.377
Si	36.56	-6.867	13.596
Si	50.242	-4.098	13.395
Si	36.409	-1.386	13.464
Si	39.369	1.389	13.532
Si	42.08	4.115	13.511
Si	39.315	6.888	13.802
Si	42.009	-6.82	13.646
Si	39.247	-4.245	13.597
Si	42.001	-1.347	13.5
Si	44.845	1.408	13.499
Si	47.607	4.219	13.509
Si	44.857	6.9	13.602
Si	47.586	9.541	13.567
Si	44.901	-3.945	13.592
Si	47.428	-1.403	13.533
Si	48.745	0.024	14.772
Si	51.698	2.851	15.002
Si	49.026	5.578	14.865
Si	51.74	8.221	14.669
Si	49.029	-5.443	14.932
Si	51.675	-2.62	14.445
Si	37.859	-0.006	14.651
Si	40.769	2.736	14.919
Si	37.996	5.425	15.169
Si	40.651	8.348	15.272
Si	37.859	-5.578	15.097
Si	40.635	-2.796	14.81
Si	43.429	0.027	14.793
Si	46.177	2.904	14.815
Si	43.38	5.587	14.845
Si	46.231	8.218	15.04
Si	43.503	-5.406	14.746
Si	46.227	-2.647	15.208
Si	50.429	-1.201	15.779
Si	52.702	1.019	16.171
Si	50.725	4.658	16.229
Si	52.99	6.814	16.04
Si	50.297	-7.064	16.176
Si	53.131	-3.63	15.953
Si	38.912	-1.649	15.872
Si	42.434	1.62	16.179
Si	39.805	4.343	16.327
Si	41.924	6.699	16.359
Si	39.074	-6.78	16.817
Si	42.292	-3.917	16.018
Si	44.349	-1.494	16.317
Si	47.565	1.565	16.108
Si	44.52	4.025	16.098
Si	47.958	7.117	16.287
Si	45.011	-6.424	16.205
Si	47.46	-4.417	16.382
Si	50.925	-6.867	19.177
Si	36.808	-1.246	-6.768
Si	46.515	6.782	18.917
Si	48.389	-4.661	-5.621
Si	43.22	-0.781	-2.32
Si	38.926	-1.475	-3.168
Si	47.14	-2.878	20.576
Si	46.075	3.05	-2.16
Si	47.929	0	20.86
Si	41.46	-2.575	-4.252
Si	38.655	-7.404	-4.071
Si	43.9	-8.197	18.331
Si	46.713	2.083	18.903
Si	44.315	-3.287	20.462
Si	36.31	4.953	-4.32
Si	49.3	2.975	18.057
Si	56.51	4.128	19.146
Si	51.282	-2.717	18.108
Si	44.925	4.388	19.156
Si	49.12	-4.503	19.163
Si	42.732	-0.248	18.541
Si	41.806	-4.459	-6.659
Si	36.392	-2.921	-2.732
Si	45.725	-7.918	-6.411
Si	38.773	2.354	18.474
Si	37.762	-3.966	-6.622
Si	40.931	2.858	-2.16
Si	39.093	-4.882	19.431
Si	36.189	7.681	-3.158
Si	41.896	-4.315	18.999
Si	32.326	2.152	-5.346
Si	48.595	4.72	-2.906
Si	37.228	-7.022	-6.643
Si	37.608	-2.271	19.826
Si	36.577	0.022	-2.997
Si	36.134	4.013	-1.513
Si	35.27	1.134	-5.439
Si	41.319	2.666	-5.058
Si	39.965	-4.837	-4.687
Si	37.135	3.317	-6.658
Si	47.298	-5.787	-2.865
Si	55.871	-0.836	19.118
Si	44.808	-5.875	-4.432
Si	43.527	2.157	-3.349
Si	40.592	-8.021	-2.108
Si	50.953	-4.974	-2.401
Si	33.147	5.126	-4.818
Si	50.593	6.857	20.913
Si	50.647	1.48	20.382
Si	50.362	-2.021	-3.218
Si	42.888	-5.87	-2.218
Si	50.947	3.689	-4.36
Si	52.888	-0.064	19.018
Si	49.644	-0.956	-5.868
Si	66.666	-1.394	-0.474
Si	52.43	1.797	-0.153
Si	50.12	3.993	-0.16
Si	52.341	7.068	-0.258
Si	50.385	-6.747	0.009
Si	53.066	-4.484	-0.227
Si	55.927	-1.609	-0.224
Si	57.969	1.728	-0.288
Si	55.787	3.995	-0.097
Si	58.441	6.573	-0.104
Si	55.322	9.647	-0.146
Si	58.139	-3.898	-0.158
Si	61.237	-1.774	-0.172
Si	63.613	1.22	-0.688
Si	60.77	4.473	-0.441
Si	63.797	7.321	-0.428
Si	61.405	-6.941	-0.114
Si	63.648	-3.89	-0.04
Si	51.375	0.079	1.066
Si	54.134	2.828	1.114
Si	51.311	5.531	1.172
Si	54.118	8.058	1.059
Si	51.606	-5.388	1.385
Si	54.184	-2.719	0.938
Si	56.942	0.075	1.059
Si	59.689	2.815	0.929
Si	56.976	5.43	1.284
Si	59.722	-8.132	1.043
Si	56.936	-5.482	1.087
Si	59.669	-2.781	1.199
Si	62.374	-0.016	0.902
Si	65.029	2.537	0.848
Si	62.556	5.528	0.739
Si	65.39	8.162	1.101
Si	62.547	-5.469	1.26
Si	65.252	-2.601	1.022
Si	66.587	1.275	2.203
Si	52.8	4.201	2.487
Si	66.542	6.784	2.568
Si	52.907	9.441	2.595
Si	66.682	-4.082	2.231
Si	52.824	-1.326	2.341
Si	55.517	1.391	2.423
Si	58.403	4.057	2.494
Si	55.54	6.819	2.48
Si	58.353	-6.799	2.419
Si	55.551	-4.065	2.402
Si	58.331	-1.288	2.437
Si	61.043	1.393	2.263
Si	63.763	4.044	2.188
Si	61.176	6.794	2.297
Si	64.003	-6.809	2.477
Si	61.081	-4.119	2.517
Si	63.814	-1.291	2.34
Si	65.238	0.008	3.675
Si	51.465	2.78	3.84
Si	65.136	5.323	3.71
Si	51.474	8.169	3.944
Si	65.334	-5.374	3.727
Si	51.516	-2.629	3.841
Si	54.183	0.009	3.769
Si	56.962	2.711	3.783
Si	54.202	5.486	3.869
Si	56.966	-8.134	3.783
Si	54.269	-5.428	3.855
Si	56.937	-2.688	3.752
Si	59.735	0.056	3.731
Si	62.433	2.732	3.638
Si	59.806	5.462	3.746
Si	62.53	-8.2	3.718
Si	59.7	-5.474	3.818
Si	62.484	-2.678	3.726
Si	66.552	-1.343	10.587
Si	52.943	1.441	10.671
Si	66.6	4.007	10.471
Si	52.938	6.819	10.638
Si	66.559	9.502	10.486
Si	52.939	-4.024	10.624
Si	55.715	-1.285	10.566
Si	58.384	1.338	10.481
Si	55.674	4.108	10.606
Si	58.437	-9.536	10.554
Si	55.696	-6.764	10.581
Si	58.412	-4.036	10.52
Si	61.152	-1.404	10.485
Si	63.883	1.347	10.573
Si	61.172	4.052	10.589
Si	63.865	6.799	10.415
Si	61.168	-6.81	10.481
Si	63.864	-4.107	10.474
Si	67.907	0.059	11.944
Si	54.353	2.766	12.04
Si	67.923	5.359	11.844
Si	54.3	8.224	11.932
Si	67.886	-5.403	11.817
Si	54.348	-2.636	11.883
Si	57.053	0.081	11.96
Si	59.787	2.586	11.843
Si	57.059	5.467	11.936
Si	59.852	-8.186	11.857
Si	57.068	-5.375	11.903
Si	59.778	-2.698	11.893
Si	62.544	-0.111	11.867
Si	65.273	2.717	11.929
Si	62.591	5.487	11.863
Si	65.183	8.12	11.816
Si	62.553	-5.494	11.848
Si	65.165	-2.756	11.897
Si	66.573	1.397	13.414
Si	53.082	4.101	13.509
Si	66.488	6.699	13.139
Si	53.062	-6.689	13.376
Si	66.52	-4.106	13.243
Si	53.063	-1.223	13.236
Si	55.73	1.435	13.424
Si	58.439	3.966	13.15
Si	55.66	6.887	13.266
Si	58.483	-6.8	13.143
Si	55.671	-3.986	13.255
Si	58.43	-1.289	13.271
Si	61.134	1.163	13.196
Si	63.982	4.183	13.244
Si	61.264	6.828	13.251
Si	63.88	9.442	13.267
Si	61.189	-4.116	13.152
Si	63.841	-1.443	13.344
Si	65.238	-0.155	14.757
Si	67.975	2.876	14.748
Si	65.276	5.516	14.812
Si	67.885	8.089	14.323
Si	65.284	-5.56	14.632
Si	67.877	-2.693	14.524
Si	54.366	0.056	14.768
Si	57.155	2.782	14.753
Si	54.507	5.52	14.807
Si	57.019	8.328	14.501
Si	54.39	-5.281	14.761
Si	57.028	-2.614	14.583
Si	59.833	-0.135	14.773
Si	62.556	2.66	14.243
Si	59.896	5.304	14.347
Si	62.535	8.163	14.78
Si	59.867	-5.489	14.489
Si	62.464	-2.858	14.664
Si	66.991	-1.162	16.075
Si	69.069	1.275	16.067
Si	67.134	4.689	16.097
Si	69.32	6.862	15.648
Si	66.505	-7.204	15.863
Si	69.362	-3.929	15.781
Si	55.501	-1.555	16.06
Si	58.782	1.596	15.985
Si	56.242	4.53	16.119
Si	58.348	6.654	15.361
Si	56.2	-6.241	15.964
Si	58.452	-4.086	15.648
Si	60.744	-1.986	16.062
Si	63.982	1.548	15.698
Si	61.068	3.737	15.657
Si	64.125	7.093	16.23
Si	61.368	-6.493	16.017
Si	63.7	-4.427	15.92
Si	67.977	-5.618	18.013
Si	54.839	-7.989	18.138
Si	62.335	6.531	18.799
Si	64.517	-0.144	-5.823
Si	59.013	-0.218	-5.662
Si	56.436	-4.11	-4.511
Si	62.934	-4.456	20.301
Si	61.803	2.823	-2.635
Si	62.939	0.288	20.898
Si	59.225	-3.264	-5.249
Si	60.934	7.772	20.93
Si	59.917	7.889	17.558
Si	62.682	2.86	17.86
Si	61.589	-1.878	19.044
Si	50.802	-7.637	-3.938
Si	65.53	2.98	17.775
Si	-59.193	4.742	18.92
Si	66.844	-1.973	19.158
Si	61.045	4.935	20.816
Si	65.189	-4.268	18.616
Si	58.023	1.354	19.034
Si	59.674	-5.987	-5.305
Si	55.476	-1.733	-3.173
Si	-61.324	-6.546	20.729
Si	48.786	-7.479	-6.497
Si	57.353	7.006	19.169
Si	54.934	4.684	-2.9
Si	53.476	-6.66	20.695
Si	48.413	7.566	-2.596
Si	60.268	-5.806	20.838
Si	55.19	0.801	-4.746
Si	65.754	-8.103	-2.651
Si	60.713	2.103	20.193
Si	50.86	1.788	-6.68
Si	52.988	-2.22	-4.61
Si	53.103	2.04	-3.026
Si	51.146	-3.481	-6.27
Si	57.116	3.254	-4.378
Si	56.908	-6.927	-4.798
Si	59.654	-3.164	20.663
Si	63.796	-3.655	-2.914
Si	-57.27	1.301	18.536
Si	61.027	-2.342	-3.114
Si	59.136	1.458	-3.127
Si	57.237	-7.949	-2.119
Si	64.439	-6.087	-4.702
Si	52.566	6.303	-3.37
Si	62.216	-7.191	-6.145
Si	65.903	0.932	20.026
Si	64.99	-0.654	-2.854
Si	59.476	-5.805	-2.118
Si	63.545	3.841	-5.101
Si	62.526	6.079	-6.743
Si	61.708	-0.664	-5.598
Si	-47.62	-1.164	0.07
Si	69.101	1.956	-0.339
Si	66.728	3.888	-0.005
Si	69.434	6.782	0.15
Si	67.214	-7.347	-0.231
Si	69.837	-4.416	-0.346
Si	72.556	-1.723	-0.411
Si	75.632	0.965	-0.211
Si	71.688	4.611	-0.158
Si	75.264	6.352	-0.176
Si	71.991	9.605	-0.212
Si	74.865	-3.852	-0.073
Si	-52.873	-1.316	0.275
Si	-49.906	1.044	0.079
Si	-52.955	4.226	0.15
Si	-50.338	6.908	0.11
Si	-52.584	-7.177	-0.182
Si	-50.653	-3.491	-0.194
Si	68.088	0	0.764
Si	70.781	2.834	1.055
Si	67.922	5.458	1.294
Si	70.87	8.179	1.281
Si	68.126	-5.483	0.897
Si	70.897	-2.759	0.946
Si	73.675	-0.016	0.846
Si	-54.151	2.595	1.305
Si	73.508	5.446	1.109
Si	-54.239	-8.259	1.099
Si	73.611	-5.518	1.045
Si	-54.294	-2.739	1.401
Si	-51.45	0.015	1.503
Si	-48.745	2.745	1.255
Si	-51.504	5.445	1.483
Si	-48.584	8.107	1.132
Si	-51.548	-5.383	1.016
Si	-48.872	-2.74	1.255
Si	-47.386	1.334	2.664
Si	69.354	4.04	2.513
Si	-47.447	6.784	2.754
Si	69.385	9.561	2.461
Si	-47.459	-4.166	2.567
Si	69.43	-1.366	2.193
Si	72.214	1.346	2.228
Si	-55.722	3.977	2.452
Si	72.235	6.791	2.555
Si	-55.63	-6.877	2.434
Si	72.19	-4.126	2.39
Si	-55.728	-1.303	2.524
Si	-52.843	1.369	2.769
Si	-50.102	4.041	2.691
Si	-52.966	6.805	2.65
Si	-50.071	-6.749	2.407
Si	-52.9	12.129	2.575
Si	-50.125	-1.429	2.76
Si	-48.763	-0.024	4.046
Si	67.911	2.624	3.686
Si	-48.819	5.424	4.074
Si	67.986	8.185	3.792
Si	-48.824	-5.478	3.966
Si	68.036	-2.713	3.601
Si	70.769	-0.007	3.588
Si	-57.097	2.643	3.775
Si	70.76	5.418	3.808
Si	-57.006	-8.156	3.868
Si	70.765	-5.412	3.781
Si	-57.094	-2.728	3.8
Si	-54.332	-0.025	3.933
Si	-51.499	2.734	4.059
Si	-54.378	5.379	3.864
Si	-51.512	8.211	3.849
Si	-54.318	10.796	3.864
Si	-51.579	-2.809	3.976
Si	-47.683	-1.39	10.844
Si	69.27	1.337	10.51
Si	-47.682	4.023	10.838
Si	69.279	6.76	10.51
Si	-47.667	9.448	10.824
Si	69.258	-4.056	10.483
Si	71.993	-1.396	10.579
Si	-55.87	1.347	10.59
Si	72.013	4.062	10.56
Si	-55.819	-9.569	10.548
Si	71.987	-6.839	10.442
Si	-55.877	-4.133	10.557
Si	-53.151	-1.389	10.554
Si	-50.411	1.339	10.733
Si	-53.119	3.998	10.705
Si	-50.418	6.712	10.705
Si	-53.168	9.438	10.662
Si	-50.387	-4.128	10.665
Si	-46.412	-0.035	12.297
Si	70.643	2.668	11.866
Si	-46.375	5.349	12.278
Si	70.643	8.159	11.825
Si	-46.319	-5.495	12.178
Si	70.595	-2.758	11.904
Si	73.323	0	11.944
Si	-54.546	2.653	12.032
Si	73.392	5.432	11.914
Si	-54.547	-8.268	12.014
Si	73.301	-5.538	11.85
Si	-54.556	-2.713	11.87
Si	-51.833	-0.074	11.961
Si	-49.117	2.709	12.161
Si	-51.797	5.389	12.076
Si	-49.082	8.028	12.076
Si	-51.795	-5.488	11.931
Si	-49.097	-2.79	12.093
Si	-47.893	1.321	13.59
Si	69.315	4.026	13.207
Si	-47.838	6.687	13.573
Si	69.229	-6.789	13.114
Si	-47.728	-4.136	13.446
Si	69.289	-1.312	13.254
Si	71.964	1.37	13.31
Si	74.696	4.106	13.379
Si	72.052	6.861	13.203
Si	74.564	-6.908	13.277
Si	71.891	-4.255	13.196
Si	74.641	-1.402	13.279
Si	-53.234	1.18	13.344
Si	-50.488	4.078	13.518
Si	-53.195	6.704	13.42
Si	-50.501	9.423	13.277
Si	-53.212	-4.096	13.158
Si	-50.574	-1.466	13.352
Si	-49.378	-0.122	14.797
Si	-46.51	2.633	14.999
Si	-49.219	5.386	15.065
Si	-46.471	8.099	14.865
Si	-49.082	-5.608	14.593
Si	-46.528	-2.815	14.957
Si	70.608	0.064	14.713
Si	73.249	2.78	14.684
Si	70.687	5.464	14.43
Si	73.252	8.157	14.802
Si	70.532	-5.585	14.628
Si	73.188	-2.814	14.454
Si	75.971	-0.15	14.789
Si	-51.959	2.638	14.626
Si	76.057	5.398	14.888
Si	-51.91	8.172	14.682
Si	75.917	-5.431	14.391
Si	-51.953	-2.823	14.661
Si	-47.842	-1.239	16.133
Si	-45.563	0.971	16.379
Si	-47.541	4.25	16.365
Si	-45.348	6.472	16.083
Si	-48.037	-7.028	16.149
Si	-44.952	-4.011	16.23
Si	71.643	-1.726	15.802
Si	74.736	1.493	15.925
Si	72.167	4.497	15.934
Si	74.485	6.639	16.136
Si	71.471	-7.207	16.102
Si	74.643	-4.054	15.747
Si	76.933	-1.928	16.085
Si	-50.697	1.373	16.096
Si	77.068	3.603	16.098
Si	-50.369	7.186	16.13
Si	77.436	-6.445	15.777
Si	-50.684	-4.46	15.732
Si	-46.272	-5.836	18.427
Si	-57.703	-5.263	18.096
Si	-51.893	7.656	18.782
Si	-50.152	5.928	-2.758
Si	-54.984	2.578	-2.996
Si	-59.784	-0.922	-2.828
Si	-48.628	-2.756	20.758
Si	-52.172	3.782	-2.726
Si	-48.076	0.353	20.243
Si	-55.423	-2.396	-4.892
Si	-61.293	-2.559	-4.902
Si	-54.883	6.565	18.942
Si	-51.819	2.753	18.385
Si	-52.503	-2.789	18.773
Si	-60.876	7.945	-5.854
Si	-48.993	2.568	18.141
Si	-42.624	7.805	20.468
Si	-45.097	0.744	19.322
Si	-58.043	7.371	-6.828
Si	-49.555	-2.901	18.138
Si	-56.354	4.039	19.553
Si	-55.933	-4.419	-6.839
Si	-61.974	-2.611	-2.189
Si	-45.07	7.665	18.841
Si	-60.309	1.996	18.949
Si	-55.631	-5.437	20.411
Si	-57.786	4.063	-3.024
Si	-58.58	-2.389	18.6
Si	-60.644	6.649	20.613
Si	-53.23	-5.962	18.595
Si	66.598	3.933	-5.013
Si	-48.982	7.959	-4.393
Si	-60.57	-5.242	-6.276
Si	-60.867	-2.185	20.458
Si	-58.974	1.606	-4.239
Si	-62.484	3.706	-2.587
Si	-60.327	1.596	-7.034
Si	-56.329	6.601	-3.203
Si	-57.889	-6.129	-5.775
Si	-56.816	-0.963	20.497
Si	-48.535	-5.457	-4.803
Si	-42.709	-1.049	19.241
Si	-52.259	-2.598	-5.262
Si	-56.029	0.656	-4.97
Si	-57.459	-6.938	-3.025
Si	-50.675	-4.116	-3.188
Si	67.946	6.29	-3.897
Si	-46.97	7.161	20.983
Si	-55.128	6.509	-5.807
Si	-49.999	1.802	-2.797
Si	-55.285	-4.681	-2.866
Si	-52.842	-6.365	-3.165
Si	-52.769	-7.813	-5.787
Si	-52.069	-0.169	-7.002
Si	-31.478	-1.159	0.285
Si	-44.763	1.64	0.093
Si	-46.997	3.873	0.097
Si	-44.538	6.796	0.556
Si	-46.664	-7.355	-0.13
Si	-44.276	-4.331	0.402
Si	-41.552	-1.723	0.263
Si	-39.416	1.348	0.278
Si	-42.286	4.741	0.249
Si	-38.952	6.588	0.276
Si	-42.077	9.794	0.395
Si	-39.258	-3.822	0.473
Si	-35.923	-1.767	0.466
Si	-33.635	1.135	0.376
Si	-36.697	4.389	0.31
Si	-34.15	7.005	0.614
Si	-36.099	-6.952	0.576
Si	-33.812	-4.084	0.975
Si	-45.941	-0.033	1.314
Si	-43.252	2.854	1.417
Si	-45.999	5.36	1.614
Si	-43.207	8.249	1.758
Si	-45.959	-5.603	1.375
Si	-43.165	-2.741	1.645
Si	-40.545	-0.119	1.65
Si	-37.915	2.731	1.529
Si	-40.581	5.56	1.649
Si	-37.84	-8.133	1.643
Si	-40.493	-5.404	1.695
Si	-37.745	-2.639	1.741
Si	-35.081	-0.024	1.8
Si	-32.492	2.79	1.635
Si	-35.302	5.462	1.876
Si	-32.527	8.268	1.78
Si	-35.147	-5.521	2.137
Si	-32.415	-2.552	1.961
Si	-31.091	1.403	2.975
Si	-44.626	4.026	2.933
Si	-31.127	6.907	3.109
Si	-44.691	9.545	2.979
Si	-31.054	-3.907	3.279
Si	-44.657	-1.351	2.787
Si	-41.965	1.389	2.817
Si	-39.284	4.067	2.96
Si	-41.869	6.878	3.076
Si	-39.196	-6.803	3.037
Si	-41.867	-4.068	3.059
Si	-39.154	-1.332	3.086
Si	-36.559	1.398	2.978
Si	-33.839	4.097	3.078
Si	-36.629	6.846	3.18
Si	-33.771	-6.86	3.378
Si	-36.571	-4.051	3.224
Si	-33.805	-1.269	3.299
Si	-32.416	0.135	4.513
Si	-46.083	2.657	4.151
Si	-32.495	5.491	4.44
Si	-46.101	8.114	4.182
Si	-32.434	-5.353	4.587
Si	-46.097	-2.775	4.011
Si	-43.356	0.028	4.185
Si	-40.649	2.696	4.294
Si	-43.313	5.441	4.285
Si	-40.562	-8.112	4.441
Si	-43.329	-5.415	4.324
Si	-40.554	-2.698	4.409
Si	-37.878	0.075	4.43
Si	-35.213	2.736	4.413
Si	-37.989	5.426	4.432
Si	-35.236	-8.194	4.595
Si	-37.938	-5.437	4.493
Si	-35.2	-2.682	4.557
Si	-31.209	-1.256	11.349
Si	-44.962	1.283	10.967
Si	-31.194	4.136	11.317
Si	-44.943	6.733	10.985
Si	-31.203	9.583	11.31
Si	-44.92	-4.109	10.92
Si	-42.203	-1.385	11.075
Si	-39.447	1.332	11.177
Si	-42.205	4.032	11.08
Si	-39.429	-9.525	11.19
Si	-42.166	-6.835	11.08
Si	-39.424	-4.098	11.212
Si	-36.692	-1.366	11.239
Si	-33.926	1.39	11.291
Si	-36.66	4.114	11.265
Si	-33.929	6.837	11.329
Si	-36.694	-6.766	11.293
Si	-33.957	-4.037	11.313
Si	-29.874	0.179	12.688
Si	-43.61	2.606	12.348
Si	-29.812	5.492	12.663
Si	-43.58	8.092	12.357
Si	-29.827	-5.362	12.645
Si	-43.636	-2.753	12.352
Si	-40.884	-0.037	12.485
Si	-38.067	2.701	12.516
Si	-40.871	5.417	12.448
Si	-38.094	-8.158	12.599
Si	-40.808	-5.519	12.509
Si	-38.084	-2.717	12.603
Si	-35.31	-0.021	12.59
Si	-32.595	2.784	12.659
Si	-35.31	5.473	12.684
Si	-32.58	8.228	12.678
Si	-35.356	-5.385	12.682
Si	-32.607	-2.661	12.672
Si	-31.28	1.508	14.12
Si	-45.054	3.909	13.623
Si	-31.166	6.863	13.991
Si	-45.047	-6.876	13.586
Si	-31.203	-4.018	13.978
Si	-45.087	-1.419	13.68
Si	-42.352	1.247	13.812
Si	-39.547	4.012	13.776
Si	-42.255	6.76	13.805
Si	-39.474	-6.859	13.996
Si	-42.283	-4.141	13.694
Si	-39.524	-1.352	13.88
Si	-36.681	1.357	13.881
Si	-33.944	4.108	14.059
Si	-36.731	6.834	13.988
Si	-33.994	9.565	14.037
Si	-36.739	-4.021	14.061
Si	-34.004	-1.34	14.052
Si	-32.641	0.007	15.414
Si	-29.913	2.906	15.515
Si	-32.527	5.508	15.359
Si	-29.826	8.224	15.399
Si	-32.555	-5.372	15.359
Si	-29.764	-2.554	15.107
Si	-43.797	-0.086	15.166
Si	-40.984	2.64	15.098
Si	-43.721	5.294	14.95
Si	-40.894	8.043	15.323
Si	-43.727	-5.539	14.956
Si	-40.965	-2.772	15.098
Si	-38.17	0.097	15.188
Si	-35.314	2.637	15.327
Si	-38.155	5.35	15.126
Si	-35.407	8.184	15.43
Si	-38.133	-5.431	15.392
Si	-35.387	-2.623	15.496
Si	-30.837	-1.043	16.481
Si	-28.732	1.281	16.709
Si	-30.911	4.636	16.858
Si	-28.588	6.778	16.811
Si	-31.541	-7.083	16.624
Si	-28.302	-3.622	16.54
Si	-42.69	-1.805	16.344
Si	-39.435	1.586	16.492
Si	-42.185	4.206	16.339
Si	-39.758	6.29	16.526
Si	-42.197	-6.616	16.377
Si	-39.924	-4.356	16.474
Si	-37.065	-1.336	16.632
Si	-33.867	1.438	16.834
Si	-37.092	3.704	16.387
Si	-33.768	6.994	16.63
Si	-36.43	-6.419	16.734
Si	-34.084	-4.224	16.725
Si	-31.006	-6.497	19.633
Si	-40.143	-7.381	19.849
Si	-35.287	6.424	19.211
Si	-26.68	-5.741	20.931
Si	-35.11	-1.878	-2.301
Si	-42.297	-1.524	-2.749
Si	-40.254	1.685	-6.828
Si	-35.357	2.61	-1.883
Si	-39.288	4.294	-6.208
Si	-40.086	-3.329	-3.954
Si	-44.648	-3.546	-2.404
Si	-37.311	-7.801	19.176
Si	-34.731	1.857	19.693
Si	-36.61	-1.662	19.514
Si	-47.866	4.031	-2.739
Si	-32.197	2.953	18.802
Si	-34.085	-6.195	-5.877
Si	-30.994	-1.932	19.285
Si	-36.767	3.973	19.345
Si	-32.901	-4.294	19.715
Si	-40.635	1.166	19.414
Si	-39.744	-5.002	-6.362
Si	-46.616	-1.554	-2.842
Si	-27.221	-7.561	18.678
Si	-42.063	3.907	19.357
Si	-44.355	-4.449	-6.603
Si	-40.641	3.207	-1.544
Si	-43.341	-3.628	20.621
Si	-46.621	-7.065	-3.262
Si	-38.852	-2.751	18.509
Si	-48.228	0.201	-4.667
Si	-32.376	5.938	-1.507
Si	-39.384	5.424	19.452
Si	-50.048	7.253	-6.935
Si	-44.022	-6.013	-3.893
Si	-44.271	0.635	-2.788
Si	-42.446	-6.039	19.309
Si	-40.308	2.532	-4.218
Si	-40.966	-6.23	-3.972
Si	-39.028	-0.767	20.739
Si	-32.902	7.511	-6.205
Si	-25.788	-0.194	19.522
Si	-37.19	-3.78	-3.623
Si	-38.304	1.9	-2.294
Si	-40.04	-7.702	-1.63
Si	-31.189	-7.507	-1.976
Si	-45.963	2.478	-4.529
Si	-36.745	-4.678	-6.5
Si	-31.011	0.771	20.549
Si	-32.183	-2.479	-2.315
Si	-37.754	-5.603	-1.486
Si	-29.046	4.832	-3.523
Si	-28.643	-0.936	20.794
Si	-33.299	-0.635	-4.312
Si	-15.117	-1.005	0.596
Si	-28.636	1.765	0.171
Si	-30.871	4.023	0.446
Si	-28.085	6.766	0.663
Si	-31.599	-6.185	0.627
Si	-28.243	-4.445	0.35
Si	-25.478	-1.603	0.129
Si	-22.89	1.512	0.026
Si	-25.829	4.683	0.752
Si	-22.71	6.785	0.694
Si	-25.979	9.628	0.487
Si	-23.194	-3.81	0.443
Si	-20.063	-1.738	0.33
Si	-17.324	1.222	0.51
Si	-20.538	4.547	0.564
Si	-17.709	-9.143	0.639
Si	-20.027	-7.056	0.722
Si	-17.723	-3.844	0.437
Si	-29.749	0.043	1.453
Si	-27.037	2.851	1.629
Si	-29.722	5.54	1.808
Si	-27.037	8.272	2.056
Si	-29.835	-5.292	1.874
Si	-27.073	-2.716	1.525
Si	-24.275	0.065	1.411
Si	-21.75	2.877	1.663
Si	-24.31	5.753	2.095
Si	-21.552	-8.109	2.092
Si	-24.353	-5.441	1.683
Si	-21.616	-2.717	1.783
Si	-19.009	0.014	1.627
Si	-16.258	2.713	1.978
Si	-18.897	5.568	1.893
Si	-16.083	-8.024	1.842
Si	-18.864	-5.363	1.824
Si	-16.249	-2.645	1.819
Si	-14.897	1.403	3.348
Si	-28.363	4.147	3.138
Si	-14.944	-9.456	3.312
Si	-28.514	9.627	3.241
Si	-14.864	-4.03	3.128
Si	-28.399	-1.295	2.91
Si	-25.639	1.424	2.906
Si	-22.997	4.173	3.209
Si	-25.667	7.02	3.445
Si	-23.011	-6.679	3.207
Si	-25.727	-4.022	3.025
Si	-22.996	-1.236	2.996
Si	-20.351	1.446	2.993
Si	-17.606	4.148	3.235
Si	-20.196	6.847	3.378
Si	-17.467	-6.666	3.204
Si	-20.278	-4.046	3.184
Si	-17.649	-1.272	3.14
Si	-16.295	0.026	4.595
Si	-29.766	2.76	4.425
Si	-16.282	5.501	4.646
Si	-29.822	8.223	4.567
Si	-16.185	-5.312	4.595
Si	-29.681	-2.533	4.516
Si	-27.028	0.075	4.305
Si	-24.378	2.761	4.453
Si	-27.058	5.508	4.573
Si	-24.299	-7.959	4.702
Si	-27.079	-5.307	4.504
Si	-24.36	-2.622	4.384
Si	-21.667	0.104	4.427
Si	-19.002	2.755	4.495
Si	-21.619	5.479	4.627
Si	-18.836	-8.036	4.613
Si	-21.642	-5.347	4.568
Si	-18.957	-2.634	4.532
Si	-14.818	-1.262	11.394
Si	-28.468	1.489	11.33
Si	-14.82	4.162	11.373
Si	-28.491	6.87	11.278
Si	-14.82	-6.713	11.469
Si	-28.45	-3.979	11.308
Si	-25.664	-1.217	11.338
Si	-22.985	1.469	11.398
Si	-25.762	4.156	11.303
Si	-23.013	-9.434	11.312
Si	-25.75	-6.697	11.297
Si	-23.009	-3.928	11.336
Si	-20.268	-1.227	11.39
Si	-17.546	1.462	11.453
Si	-20.265	4.157	11.431
Si	-17.568	6.919	11.413
Si	-20.249	-6.658	11.323
Si	-17.542	-3.974	11.384
Si	-13.435	0.125	12.718
Si	-27.103	2.828	12.723
Si	-13.483	5.497	12.769
Si	-27.177	8.281	12.62
Si	-13.449	-5.342	12.846
Si	-27.041	-2.606	12.606
Si	-24.337	0.128	12.781
Si	-21.608	2.788	12.804
Si	-24.417	5.532	12.64
Si	-21.594	-8.068	12.604
Si	-24.385	-5.324	12.633
Si	-21.684	-2.54	12.72
Si	-18.904	0.09	12.816
Si	-16.134	2.834	12.787
Si	-18.895	5.538	12.78
Si	-16.227	-8.054	12.811
Si	-18.916	-5.309	12.739
Si	-16.142	-2.66	12.753
Si	-14.735	1.488	14.153
Si	-28.474	4.166	14.103
Si	-14.871	6.846	14.132
Si	-28.492	-6.69	14.056
Si	-14.835	-3.985	14.219
Si	-28.382	-1.176	13.874
Si	-25.723	1.498	14.107
Si	-23.043	4.217	14.025
Si	-25.845	6.894	13.929
Si	-22.982	-6.728	13.887
Si	-25.742	-3.973	14.011
Si	-22.982	-1.208	14.192
Si	-20.24	1.433	14.246
Si	-17.462	4.228	14.145
Si	-20.272	6.961	14.055
Si	-17.572	-6.63	14.173
Si	-20.319	-3.906	14.012
Si	-17.467	-1.302	14.105
Si	-16.041	0.03	15.458
Si	-13.332	2.773	15.608
Si	-16.166	5.52	15.662
Si	-13.514	8.269	15.397
Si	-16.248	-5.281	15.664
Si	-13.336	-2.587	15.384
Si	-27.127	0.141	15.399
Si	-24.376	2.879	15.458
Si	-27.106	5.579	15.43
Si	-24.434	8.271	15.144
Si	-27.123	-5.311	15.397
Si	-24.405	-2.607	15.419
Si	-21.653	0.072	15.714
Si	-18.736	2.854	15.499
Si	-21.745	5.689	15.337
Si	-18.945	-8.042	15.49
Si	-21.695	-5.334	15.249
Si	-18.925	-2.618	15.406
Si	-14.399	-1.05	16.78
Si	-12.111	1.106	16.825
Si	-14.487	4.35	16.952
Si	-12.366	6.701	16.665
Si	-15.049	9.368	16.812
Si	-11.785	-3.665	16.75
Si	-26.022	-1.48	16.694
Si	-22.736	1.896	16.84
Si	-25.528	4.452	16.754
Si	-23.436	6.781	16.619
Si	-25.437	-6.484	16.538
Si	-23.225	-4.231	16.618
Si	-19.837	-1.002	16.85
Si	-17.528	1.199	16.8
Si	-20.466	4.129	16.463
Si	-17.355	7.207	16.888
Si	-20.257	-6.484	16.669
Si	-18.044	-4.225	16.872
Si	-12.963	-5.598	18.75
Si	-28.639	-5.09	19.027
Si	-18.492	6.509	19.783
Si	-19.183	4.265	-2.249
Si	-21.967	-0.168	-4.895
Si	-26.087	-2.187	-2.753
Si	-22.874	2.358	-6.628
Si	-18.265	1.582	-2.369
Si	-20.93	6.612	-3.54
Si	-23.402	-2.645	-4.32
Si	-27.378	-6.933	-3.902
Si	-22.386	-7.456	18.792
Si	-24.553	4.633	-6.082
Si	-19.099	-2.754	19.278
Si	-28.628	7.556	-2.197
Si	-17.442	2.027	19.589
Si	-18.025	1.908	-6.935
Si	-10.342	1.529	19.493
Si	-19.677	3.918	19.22
Si	-14.66	-2.063	19.687
Si	-22.967	-0.616	20.603
Si	-22.753	-5.012	-6.05
Si	-28.182	-4.237	-2.551
Si	-11.714	7.007	19.615
Si	-26.886	2.568	18.923
Si	-26.901	-4.714	-7.04
Si	-24.729	3.395	-1.613
Si	-31.338	-6.394	-6.212
Si	-32.303	-5.325	-3.729
Si	-22.04	-3.214	19.425
Si	-32.038	5.063	-4.417
Si	-16.385	5.459	-1.539
Si	-28.638	-7.144	-6.709
Si	-33.649	2.478	-4.52
Si	-27.916	-2.732	-4.919
Si	-27.63	2.504	-2.483
Si	-23.535	-5.489	20.761
Si	-23.98	5.62	-3.422
Si	-24.331	-6.353	-3.873
Si	-22.301	2.325	19.868
Si	-18.331	-5.933	-3.785
Si	-17.029	4.515	-5.971
Si	-20.675	-6.871	-2.172
Si	-20.849	0.003	-1.905
Si	-24.427	7.9	-1.662
Si	-16.55	-4.206	-2.406
Si	-27.235	3.396	-5.173
Si	-19.927	-5.745	-6.554
Si	-14.894	3.618	20.08
Si	-14.739	-1.844	-2.31
Si	-22.586	-4.576	-2.494
Si	-15.091	6.045	-4.267
Si	-16.68	-7.715	-5.237
Si	-19.89	-0.229	-6.923
Si	1.398	-1.392	5.642
Si	-12.133	1.405	5.946
Si	1.353	4.109	5.713
Si	-12.175	-9.444	5.979
Si	1.345	-6.825	5.68
Si	-12.17	-3.966	5.942
Si	-9.422	-1.254	5.823
Si	-6.74	1.403	5.777
Si	-9.454	4.121	5.906
Si	-6.72	6.858	5.858
Si	-9.451	-6.724	5.934
Si	-6.711	-4.01	5.832
Si	-4.021	-1.338	5.749
Si	-1.345	1.384	5.733
Si	-4.071	4.106	5.752
Si	-1.367	6.83	5.74
Si	-4.006	-6.752	5.73
Si	-1.343	-4.097	5.651
Si	17.689	-1.475	5.432
Si	4.145	1.3	5.636
Si	17.749	3.942	5.431
Si	4.079	6.758	5.595
Si	17.684	-6.912	5.381
Si	4.101	-4.086	5.647
Si	6.817	-1.389	5.535
Si	9.507	1.328	5.47
Si	6.841	4.042	5.532
Si	9.61	6.751	5.441
Si	6.872	-6.825	5.488
Si	9.539	-4.187	5.345
Si	12.245	-1.481	5.401
Si	14.991	1.189	5.452
Si	12.23	4.001	5.401
Si	14.97	6.667	5.341
Si	12.249	9.398	5.333
Si	14.908	-4.252	5.411
Si	33.868	-1.306	5.361
Si	20.395	1.229	5.416
Si	33.874	3.999	5.334
Si	20.361	6.661	5.437
Si	33.806	-6.78	5.427
Si	20.339	-4.16	5.39
Si	23.073	-1.443	5.396
Si	25.738	1.304	5.443
Si	23.084	3.937	5.444
Si	25.77	6.694	5.448
Si	23.066	9.454	5.463
Si	25.781	-4.146	5.459
Si	28.46	-1.381	5.396
Si	31.168	1.339	5.327
Si	28.486	4.057	5.373
Si	31.175	6.733	5.446
Si	28.455	9.501	5.492
Si	31.182	-4.087	5.405
Si	50.155	-1.299	5.243
Si	36.545	1.359	5.336
Si	50.127	4.114	5.252
Si	36.554	6.753	5.388
Si	50.139	-6.744	5.287
Si	36.596	-4.052	5.419
Si	39.263	-1.367	5.347
Si	41.991	1.349	5.384
Si	39.261	4.066	5.376
Si	41.932	6.771	5.34
Si	39.286	9.511	5.436
Si	41.992	-4.107	5.418
Si	44.721	-1.347	5.349
Si	47.392	1.366	5.261
Si	44.654	4.069	5.315
Si	47.386	6.819	5.346
Si	44.678	-6.774	5.393
Si	47.422	-4.02	5.356
Si	66.612	-1.392	4.991
Si	52.853	1.396	5.161
Si	66.564	4.007	5.051
Si	52.868	6.824	5.265
Si	66.624	-6.766	5.116
Si	52.874	-4.045	5.182
Si	55.578	-1.338	5.133
Si	58.35	1.366	5.126
Si	55.618	4.099	5.152
Si	58.379	6.806	5.088
Si	55.655	-6.766	5.196
Si	58.33	-4.058	5.11
Si	61.117	-1.315	5.076
Si	63.846	1.378	5.006
Si	61.122	4.062	5.091
Si	63.836	6.73	5.089
Si	61.128	-6.849	5.084
Si	63.886	-4.044	5.046
Si	-47.454	-1.417	5.403
Si	69.345	1.294	5.002
Si	-47.479	4.048	5.442
Si	69.361	6.797	5.108
Si	-47.515	-6.817	5.428
Si	69.35	-4.044	5.062
Si	-58.512	-1.356	5.075
Si	-55.747	1.337	5.202
Si	-58.467	4.012	5.129
Si	-55.718	6.75	5.22
Si	-58.458	-6.801	5.138
Si	-55.724	-4.108	5.147
Si	-52.994	-1.429	5.268
Si	-50.187	1.313	5.371
Si	-52.988	4.082	5.269
Si	-50.247	6.814	5.306
Si	-52.941	9.48	5.239
Si	-50.219	-4.145	5.335
Si	-31.091	-1.238	5.88
Si	-44.758	1.323	5.553
Si	-31.14	4.122	5.802
Si	-44.754	6.771	5.575
Si	-31.135	-6.729	5.95
Si	-44.779	-4.055	5.533
Si	-42.021	-1.322	5.623
Si	-39.315	1.386	5.737
Si	-42.01	4.058	5.661
Si	-39.302	6.793	5.814
Si	-42.014	-6.786	5.713
Si	-39.299	-4.077	5.819
Si	-36.577	-1.297	5.844
Si	-33.856	1.436	5.84
Si	-36.592	4.089	5.784
Si	-33.861	6.772	5.891
Si	-36.587	-6.779	5.875
Si	-33.847	-4.031	5.912
Si	-14.889	-1.321	5.914
Si	-28.386	1.404	5.768
Si	-14.89	4.162	5.992
Si	-28.445	6.866	5.9
Si	-14.872	-6.698	5.974
Si	-28.396	-3.942	5.89
Si	-25.717	-1.266	5.771
Si	-23.007	1.437	5.841
Si	-25.695	4.124	5.878
Si	-22.962	6.894	5.962
Si	-25.736	-6.623	5.948
Si	-23.013	-3.935	5.851
Si	-20.314	-1.239	5.851
Si	-17.627	1.439	5.911
Si	-20.282	4.109	5.953
Si	-17.571	6.892	6.013
Si	-20.264	-6.701	5.935
Si	-17.581	-3.962	5.922
Si	2.772	-0.039	6.999
Si	-10.789	2.786	7.294
Si	2.768	5.433	7.033
Si	-10.797	-8.084	7.304
Si	2.759	-5.469	6.993
Si	-10.777	-2.595	7.231
Si	-8.064	0.076	7.199
Si	-5.383	2.752	7.148
Si	-8.074	5.497	7.225
Si	-5.328	-8.106	7.156
Si	-8.069	-5.351	7.223
Si	-5.337	-2.671	7.167
Si	-2.669	0.022	7.106
Si	0.045	2.72	7.078
Si	-2.685	5.454	7.113
Si	0.038	-8.171	7.083
Si	-2.643	-5.418	7.098
Si	0.048	-2.75	7.008
Si	19.026	-0.097	6.79
Si	5.511	2.691	6.945
Si	19.039	5.32	6.82
Si	5.491	-8.175	6.87
Si	19.009	-5.534	6.752
Si	5.471	-2.715	6.958
Si	8.184	-0.032	6.866
Si	10.899	2.664	6.798
Si	8.229	5.419	6.831
Si	10.949	8.086	6.804
Si	8.223	-5.477	6.835
Si	10.897	-2.851	6.749
Si	13.612	-0.138	6.784
Si	16.357	2.589	6.767
Si	13.621	5.344	6.749
Si	16.321	8.035	6.715
Si	13.574	-5.586	6.769
Si	16.308	-2.868	6.734
Si	35.216	0.019	6.745
Si	21.712	2.609	6.798
Si	35.211	5.375	6.729
Si	21.718	8.048	6.776
Si	35.224	-5.442	6.75
Si	21.694	-2.79	6.748
Si	24.412	-0.085	6.783
Si	27.117	2.7	6.746
Si	24.432	5.315	6.79
Si	27.094	8.097	6.793
Si	24.423	-5.51	6.805
Si	27.117	-2.739	6.775
Si	29.828	-0.016	6.724
Si	32.528	2.665	6.72
Si	29.815	5.383	6.785
Si	32.529	8.11	6.788
Si	29.846	-5.453	6.785
Si	32.551	-2.713	6.73
Si	51.523	0.063	6.59
Si	37.916	2.695	6.735
Si	51.511	5.46	6.611
Si	37.926	8.117	6.753
Si	51.536	-5.383	6.606
Si	37.972	-2.723	6.777
Si	40.618	-0.004	6.736
Si	43.353	2.724	6.738
Si	40.62	5.426	6.75
Si	43.326	-8.181	6.715
Si	40.664	-5.467	6.795
Si	43.365	-2.712	6.733
Si	46.085	0.026	6.695
Si	48.778	2.739	6.62
Si	46.036	5.44	6.698
Si	48.779	-8.119	6.658
Si	46.071	-5.403	6.718
Si	48.814	-2.649	6.658
Si	67.97	-0.047	6.375
Si	54.251	2.744	6.512
Si	67.949	5.405	6.39
Si	54.28	-8.124	6.562
Si	67.984	-5.403	6.445
Si	54.241	-2.68	6.541
Si	56.981	0.011	6.479
Si	59.741	2.723	6.465
Si	57.021	5.458	6.484
Si	59.745	-8.173	6.465
Si	57.015	-5.401	6.533
Si	59.747	-2.702	6.414
Si	62.5	0.032	6.422
Si	65.198	2.684	6.426
Si	62.479	5.399	6.47
Si	65.229	-8.186	6.4
Si	62.506	-5.442	6.379
Si	65.246	-2.701	6.411
Si	-46.151	-0.064	6.837
Si	-59.886	2.657	6.422
Si	-46.16	5.39	6.858
Si	-59.851	-8.168	6.472
Si	-46.164	-5.461	6.827
Si	-59.886	-2.694	6.445
Si	-57.164	-0.028	6.49
Si	-54.39	2.701	6.562
Si	-57.128	5.38	6.511
Si	-54.344	8.104	6.56
Si	-57.119	-5.443	6.5
Si	-54.404	-2.776	6.575
Si	-51.641	-0.048	6.631
Si	-48.881	2.681	6.754
Si	-51.646	5.445	6.63
Si	-48.913	-8.191	6.736
Si	-51.637	-5.489	6.648
Si	-48.886	-2.765	6.71
Si	-29.736	0.108	7.229
Si	-43.432	2.689	6.951
Si	-29.825	5.493	7.213
Si	-43.424	-8.19	6.975
Si	-29.773	-5.326	7.254
Si	-43.431	-2.708	6.931
Si	-40.705	0.005	7.058
Si	-37.974	2.735	7.135
Si	-40.708	5.414	7.093
Si	-37.961	-8.159	7.189
Si	-40.699	-5.437	7.116
Si	-37.958	-2.691	7.164
Si	-35.221	0.059	7.202
Si	-32.514	2.802	7.204
Si	-35.253	5.428	7.214
Si	-32.544	-8.118	7.242
Si	-35.236	-5.409	7.233
Si	-32.485	-2.628	7.222
Si	-13.521	0.048	7.274
Si	-27.077	2.77	7.204
Si	-13.523	5.525	7.342
Si	-27.089	-8.061	7.247
Si	-13.5	-5.345	7.317
Si	-27.047	-2.58	7.233
Si	-24.371	0.079	7.191
Si	-21.663	2.767	7.277
Si	-24.35	5.505	7.261
Si	-21.607	-8.068	7.316
Si	-24.353	-5.273	7.271
Si	-21.65	-2.592	7.231
Si	-18.964	0.085	7.281
Si	-16.259	2.786	7.31
Si	-18.94	5.501	7.322
Si	-16.202	-8.064	7.346
Si	-18.917	-5.328	7.298
Si	-16.226	-2.642	7.319
Si	1.449	1.349	8.386
Si	-12.136	4.16	8.657
Si	1.44	6.8	8.413
Si	-12.144	-6.72	8.666
Si	1.423	-4.101	8.366
Si	-12.139	-1.282	8.629
Si	-9.395	1.432	8.608
Si	-6.697	4.127	8.545
Si	-9.424	-9.471	8.613
Si	-6.697	-6.749	8.52
Si	-9.428	-3.982	8.579
Si	-6.691	-1.305	8.523
Si	-3.998	1.39	8.486
Si	-1.282	4.086	8.449
Si	-3.987	-9.492	8.508
Si	-1.274	-6.789	8.447
Si	-3.966	-4.054	8.489
Si	-1.273	-1.363	8.402
Si	17.704	1.269	8.159
Si	4.152	4.042	8.333
Si	17.666	6.705	8.117
Si	4.158	-6.842	8.295
Si	17.661	-4.187	8.114
Si	4.123	-1.385	8.359
Si	6.866	1.322	8.282
Si	9.582	4.037	8.17
Si	6.859	-9.548	8.212
Si	9.574	9.447	8.168
Si	6.867	-4.124	8.237
Si	9.562	-1.459	8.129
Si	12.279	1.275	8.119
Si	14.989	3.971	8.098
Si	12.304	6.71	8.151
Si	14.988	9.393	8.096
Si	12.263	-4.186	8.13
Si	14.992	-1.48	8.12
Si	33.864	1.341	8.124
Si	20.389	3.974	8.179
Si	33.897	6.734	8.132
Si	20.364	-6.9	8.113
Si	33.891	-4.08	8.102
Si	20.364	-1.454	8.154
Si	23.07	1.274	8.154
Si	25.781	4.003	8.168
Si	23.073	6.683	8.129
Si	25.751	9.444	8.158
Si	23.054	-4.127	8.111
Si	25.771	-1.404	8.148
Si	28.482	1.346	8.102
Si	31.196	4.021	8.109
Si	28.451	6.733	8.129
Si	31.178	9.473	8.125
Si	28.475	-4.106	8.118
Si	31.172	-1.371	8.083
Si	50.175	1.405	7.986
Si	36.578	4.056	8.116
Si	50.163	6.826	7.98
Si	36.58	-6.836	8.108
Si	50.186	-4.019	7.99
Si	36.6	-1.345	8.094
Si	39.295	1.367	8.126
Si	42.011	4.094	8.114
Si	39.29	6.784	8.134
Si	42.029	-6.821	8.142
Si	39.321	-4.096	8.147
Si	41.99	-1.364	8.102
Si	44.748	1.386	8.083
Si	47.453	4.095	8.034
Si	44.708	-9.504	8.093
Si	47.444	-6.767	8.058
Si	44.73	-4.055	8.102
Si	47.466	-1.312	8.057
Si	66.586	1.305	7.746
Si	52.917	4.106	7.917
Si	66.597	6.772	7.76
Si	52.919	-6.766	7.933
Si	66.587	-4.061	7.787
Si	52.898	-1.307	7.935
Si	55.628	1.386	7.855
Si	58.389	4.086	7.835
Si	55.673	-9.5	7.88
Si	58.408	-6.785	7.84
Si	55.637	-4.035	7.879
Si	58.393	-1.353	7.787
Si	61.135	1.368	7.814
Si	63.861	4.042	7.808
Si	61.101	-9.558	7.807
Si	63.861	-6.807	7.738
Si	61.128	-4.088	7.744
Si	63.869	-1.345	7.778
Si	-47.564	1.31	8.138
Si	69.311	4.042	7.758
Si	-47.58	6.762	8.135
Si	69.314	-6.801	7.794
Si	-47.571	-4.112	8.13
Si	69.291	-1.365	7.803
Si	-58.549	1.323	7.837
Si	-55.78	4.041	7.898
Si	-58.522	-9.571	7.821
Si	-55.774	9.481	7.843
Si	-58.533	-4.071	7.799
Si	-55.818	-1.392	7.863
Si	-53.054	1.331	7.927
Si	-50.323	4.047	8.01
Si	-53.044	6.752	7.97
Si	-50.327	-6.853	8.047
Si	-53.061	-4.142	7.945
Si	-50.302	-1.397	8.014
Si	-31.149	1.442	8.568
Si	-44.846	4.033	8.262
Si	-31.192	6.84	8.588
Si	-44.837	-6.82	8.252
Si	-31.164	-3.988	8.615
Si	-44.836	-1.387	8.259
Si	-42.111	1.353	8.374
Si	-39.355	4.082	8.485
Si	-42.119	-9.553	8.394
Si	-39.364	-6.801	8.498
Si	-42.113	-4.066	8.37
Si	-39.385	-1.363	8.47
Si	-36.64	1.384	8.539
Si	-33.895	4.104	8.595
Si	-36.612	-9.505	8.561
Si	-33.907	-6.769	8.613
Si	-36.628	-4.053	8.549
Si	-33.884	-1.303	8.578
Si	-14.869	1.424	8.649
Si	-28.45	4.146	8.557
Si	-14.852	6.901	8.712
Si	-28.451	-6.712	8.611
Si	-14.864	-3.998	8.679
Si	-28.421	-1.253	8.625
Si	-25.718	1.432	8.588
Si	-23.001	4.145	8.639
Si	-25.722	-9.433	8.593
Si	-22.995	-6.668	8.621
Si	-25.714	-3.929	8.623
Si	-22.991	-1.23	8.593
Si	-20.287	1.453	8.667
Si	-17.572	4.166	8.697
Si	-20.28	-9.447	8.684
Si	-17.555	-6.69	8.676
Si	-20.285	-3.941	8.622
Si	-17.58	-1.252	8.66
Si	0.102	-0.017	9.751
Si	-13.491	2.794	9.994
Si	0.128	5.415	9.789
Si	-13.486	-8.066	10.068
Si	0.131	-5.458	9.781
Si	-13.49	-2.632	10.009
Si	-10.767	0.081	9.96
Si	-8.038	2.811	9.952
Si	-10.777	5.523	10.018
Si	-8.035	-8.1	9.914
Si	-10.774	-5.336	9.969
Si	-8.031	-2.647	9.909
Si	-5.322	0.038	9.871
Si	-2.61	2.729	9.836
Si	-5.314	5.464	9.893
Si	-2.597	-8.143	9.832
Si	-5.328	-5.403	9.856
Si	-2.579	-2.707	9.824
Si	16.348	-0.109	9.485
Si	2.826	2.698	9.748
Si	16.337	5.336	9.467
Si	2.831	8.158	9.734
Si	16.347	-5.571	9.462
Si	2.775	-2.75	9.73
Si	5.494	-0.006	9.667
Si	8.255	2.71	9.572
Si	5.529	5.435	9.631
Si	8.222	-8.203	9.577
Si	5.531	-5.491	9.63
Si	8.226	-2.753	9.574
Si	10.935	-0.104	9.456
Si	13.651	2.624	9.484
Si	10.961	5.347	9.532
Si	13.677	8.052	9.499
Si	10.936	10.79	9.514
Si	13.643	-2.824	9.48
Si	32.483	-0.007	9.467
Si	19.031	2.632	9.543
Si	32.556	5.349	9.492
Si	19.024	8.057	9.487
Si	32.551	-5.477	9.447
Si	18.976	-2.806	9.489
Si	21.719	-0.078	9.509
Si	24.411	2.65	9.516
Si	21.735	5.349	9.529
Si	24.415	8.045	9.486
Si	21.711	-5.511	9.448
Si	24.397	-2.768	9.474
Si	27.123	-0.006	9.467
Si	29.833	2.7	9.491
Si	27.122	5.376	9.516
Si	29.81	8.1	9.449
Si	27.124	10.834	9.46
Si	29.832	-2.737	9.45
Si	48.846	0.052	9.398
Si	35.239	2.685	9.477
Si	48.835	5.475	9.385
Si	35.265	8.094	9.49
Si	48.852	-5.396	9.366
Si	35.265	-2.732	9.442
Si	37.951	-0.015	9.493
Si	40.651	2.756	9.494
Si	37.928	5.427	9.494
Si	40.676	8.129	9.496
Si	37.962	-5.491	9.47
Si	40.673	-2.733	9.523
Si	43.375	0.022	9.422
Si	46.131	2.745	9.449
Si	43.379	5.455	9.489
Si	46.08	-8.112	9.445
Si	43.397	-5.432	9.488
Si	46.113	-2.687	9.427
Si	65.226	-0.004	9.171
Si	51.569	2.779	9.312
Si	65.247	5.404	9.126
Si	51.557	8.181	9.301
Si	65.224	-5.456	9.108
Si	51.54	-2.641	9.342
Si	54.282	0.064	9.27
Si	57.007	2.745	9.194
Si	54.304	5.47	9.255
Si	57.06	-8.141	9.223
Si	54.297	-5.397	9.26
Si	57.043	-2.666	9.186
Si	59.772	-0.021	9.147
Si	62.512	2.702	9.201
Si	59.781	5.398	9.211
Si	62.491	-8.163	9.086
Si	59.786	-5.416	9.166
Si	62.499	-2.749	9.103
Si	-48.995	-0.035	9.435
Si	67.948	2.672	9.095
Si	-48.993	5.374	9.415
Si	67.942	8.14	9.137
Si	-48.97	-5.503	9.41
Si	67.9	-2.683	9.167
Si	70.646	-0.039	9.193
Si	-57.197	2.695	9.202
Si	70.652	5.397	9.162
Si	-57.159	-8.21	9.161
Si	70.645	-5.423	9.14
Si	-57.204	-2.742	9.204
Si	-54.487	-0.004	9.225
Si	-51.73	2.686	9.329
Si	-54.422	5.37	9.282
Si	-51.738	8.106	9.354
Si	-54.466	10.817	9.261
Si	-51.722	-2.764	9.291
Si	-32.529	0.073	9.926
Si	-46.255	2.657	9.557
Si	-32.559	5.492	9.96
Si	-46.237	8.103	9.542
Si	-32.554	-5.37	9.953
Si	-46.26	-2.751	9.541
Si	-43.521	-0.037	9.662
Si	-40.767	2.7	9.776
Si	-43.535	5.381	9.677
Si	-40.767	-8.192	9.778
Si	-43.494	-5.47	9.656
Si	-40.773	-2.744	9.797
Si	-38.039	-0.008	9.851
Si	-35.288	2.743	9.925
Si	-38.014	5.451	9.874
Si	-35.291	-8.13	9.961
Si	-38.021	-5.428	9.875
Si	-35.278	-2.689	9.906
Si	-16.218	0.091	10.052
Si	-29.814	2.817	9.938
Si	-16.212	5.537	10.058
Si	-29.849	8.229	9.932
Si	-16.183	-5.364	10.067
Si	-29.82	-2.607	9.978
Si	-27.074	0.116	9.996
Si	-24.369	2.783	9.988
Si	-27.103	5.52	9.927
Si	-24.366	-8.058	9.951
Si	-27.091	-5.328	9.94
Si	-24.34	-2.572	9.96
Si	-21.646	0.106	10.015
Si	-18.916	2.8	10.058
Si	-21.637	5.489	10.022
Si	-18.908	-8.065	10.011
Si	-21.636	-5.297	9.986
Si	-18.925	-2.611	10.027
O	1.163	-1.465	18.063
O	-0.413	-3.945	17.67
O	2.947	-0.002	16.866
O	4.929	1.503	17.659
O	1.848	3.536	17.969
O	-10.941	-6.429	-6.647
O	2.986	5.454	16.824
O	4.185	7.326	18.06
O	0.196	-8.164	17.045
O	5.508	6.28	19.955
O	-0.44	-5.335	19.831
O	4.873	-4.629	18.039
O	-10.627	-2.607	17.26
O	-6.761	0.878	17.813
O	-5.142	2.73	17.019
O	-6.594	4.58	-6.791
O	-6.379	-3.952	-5.219
O	-1.444	6.296	17.852
O	-13.375	-5.362	-6.577
O	-8.048	2.471	-6.255
O	-10.606	8.104	20.122
O	-8.569	-1.096	17.95
O	-7.592	-5.054	17.184
O	-5.569	-2.881	17.135
O	-4.151	-0.884	18.15
O	-2.313	0.836	17.596
O	0.168	1.676	17.353
O	4.769	-2.877	19.928
O	-0.613	3.663	18.772
O	-3.407	1.038	20.032
O	-4.428	-7.094	18.043
O	-2.52	-5.478	17.127
O	-2.588	-1.684	-3.052
O	-11.08	4.636	-6.395
O	-13.076	7.091	20.493
O	-6.858	7.174	-4.246
O	-6.856	7.211	-6.914
O	-9.871	3.99	17.797
O	-1.882	-0.995	19.393
O	0.975	1.871	19.902
O	1.348	-5.979	17.931
O	-4.336	-5.581	-5.629
O	-1.916	-2.09	-5.616
O	-6.952	0.939	-3.575
O	-2.653	-3.993	20.702
O	-5.16	2.887	-3.145
O	-1.012	-4.467	-1.131
O	-18.012	8.082	-5.989
O	-1.884	-7.106	-3.871
O	-11.394	-4.238	-5.27
O	-9.899	-5.626	20.435
O	-0.065	0.058	-2.925
O	-10.935	-3.145	20.514
O	-10.366	3.034	20.094
O	-5.662	5.553	0.132
O	-4.596	-2.002	20.819
O	2.055	-1.616	-0.8
O	-3.928	-3.359	-4.451
O	-16.213	-0.24	-5.386
O	-10.603	7.249	-6.93
O	4.141	-7.765	20.342
O	-9.005	-7.762	-5.304
O	-7.872	-2.181	-6.484
O	-12.787	-5.258	-2.491
O	-9.993	-0.81	-0.809
O	-4.138	3.905	-1.015
O	-11.239	5.907	0.07
O	-19.113	2.824	-2.987
O	-10.829	-5.414	0.091
O	-7.665	3.197	-2.45
O	-8.902	-3.634	-4.534
O	-8.801	1.103	19.301
O	1.87	-5.28	-6.95
O	-11.113	-0.043	-3.022
O	-11.236	5.464	19.611
O	-1.387	-3.798	-3.69
O	0.963	6.836	-1.61
O	-0.097	-6.544	-5.697
O	-12.375	-3.454	-0.67
O	-14.623	1.616	-4.504
O	2.883	6.24	20.211
O	-6.365	-0.126	-5.893
O	0.696	-8.021	-3.685
O	-2.709	-2.695	-0.165
O	-11.48	-8.113	-4.601
O	0.202	-5.634	-3.204
O	-15.764	-6.642	-6.053
O	-2.907	4.442	-3.187
O	1.554	-6.959	-1.321
O	-13.509	-7.934	-6.099
O	-1.147	1.811	-1.076
O	-10.954	-3.383	-2.892
O	-6.225	1.416	-1.113
O	-13.656	2.801	0.057
O	1.021	4.322	-1.134
O	20.61	-5.168	-0.821
O	0.965	-3.31	-2.418
O	0.082	-0.071	0.043
O	2.698	-1.398	20.198
O	-41.055	5.33	16.609
O	26.554	-4.363	-2.79
O	-8.092	2.733	0.096
O	-9.644	1.661	-1.724
O	-9.721	4.28	-1.107
O	-7.324	7.263	-0.866
O	-9.315	-7.343	-0.778
O	0.587	1.012	-5.213
O	-13.179	-5.528	20.357
O	-8.24	-2.672	-0.111
O	-6.64	-4.508	-1.059
O	-0.394	5.115	-3.178
O	-61.117	-1.236	-1.936
O	16.43	-5.752	-0.334
O	-15.681	4.774	-5.094
O	-2.736	0.801	-2.75
O	-7.941	5.575	16.981
O	-4.866	-6.422	-0.94
O	-2.958	-8.061	-0.195
O	-33.699	-2.458	-1.765
O	20.823	7.232	17.673
O	16.493	-2.537	19.857
O	15.659	-3.827	17.66
O	21.357	-0.699	19.222
O	20.699	1.411	17.648
O	17.263	3.859	18
O	11.038	2.483	16.812
O	26.377	-6.964	19.3
O	14.371	6.311	17.485
O	16.336	-5.672	20.066
O	20.345	-4.809	17.507
O	5.721	-2.569	16.834
O	6.799	-0.393	17.761
O	2.512	5.014	-6.619
O	9.393	0.361	17.34
O	14.217	2.701	-6.744
O	16.483	6.363	20.413
O	10.811	7.174	16.828
O	10	-8.075	19.015
O	8.229	-6.897	20.407
O	7.775	-6.999	17.87
O	8.582	-5.092	16.449
O	10.821	-3.201	16.541
O	11.557	-1.149	17.709
O	14.27	0.488	17.595
O	16.611	1.569	17.237
O	49.307	-1.459	-4.338
O	64.847	0.949	-6.966
O	12.63	4.37	17.782
O	12.925	0.875	19.865
O	12.158	-7.18	17.747
O	13.756	-5.459	16.796
O	12.107	-4.707	-5.821
O	9.08	-2.038	18.559
O	2.11	5.421	-3.443
O	8.012	-7.127	-3.418
O	13.106	6.078	-5.825
O	7.489	3.703	18.034
O	15.23	-0.273	19.975
O	17.599	-6.331	17.761
O	8.224	-4.55	-4.469
O	10.255	-5.835	-3.423
O	8.265	-4.525	-7.05
O	59.467	7.621	16.051
O	12.458	2.185	-4.812
O	18.28	-3.47	18.25
O	55.859	5.566	-6.918
O	11.516	-0.58	-5.939
O	-23.182	-1.199	-4.972
O	7.037	4.259	20.547
O	12.204	6.735	18.955
O	20.382	1.533	20.212
O	4.665	-1.532	-4.961
O	9.447	-3.777	20.561
O	15.976	-1.152	-3.452
O	1.912	-1.131	-4.611
O	6.758	1.736	19.487
O	14.1	-2.563	20.757
O	10.066	5.017	-1.15
O	6.103	2.931	-6.898
O	19.098	-2.87	-0.382
O	19.194	6.336	20.243
O	43.369	-2.778	16.416
O	4.975	5.787	-0.119
O	17.871	-7.805	19.905
O	2.837	-3.447	-5.296
O	10.068	-1.181	-3.235
O	7.002	1.766	-1.916
O	3.991	0.815	-0.973
O	16.231	8.039	16.789
O	6.438	4.21	-1.375
O	-31.208	-2.059	-1.076
O	9.835	-5.472	18.69
O	9.129	-6.646	-5.755
O	5.218	-5.495	-0.298
O	9.736	-2.778	-5.903
O	5.105	0.55	-3.219
O	3.956	2.908	-2.589
O	28.782	2.643	20.143
O	6.116	3.351	-3.896
O	0.338	-3.271	-6.224
O	3.725	3.278	-5.143
O	1.641	-3.731	19.287
O	15.244	2.26	19.273
O	17.005	-5.251	-6.347
O	7.971	-1.7	20.926
O	15.604	6.59	-4.671
O	21.421	4.826	19.832
O	3.121	-4.02	-0.952
O	9.079	-0.375	-5.715
O	10.376	-0.05	19.672
O	12.688	-0.753	-3.65
O	19.154	4.706	-5.239
O	14.029	-4.093	-4.056
O	40.451	2.667	-3.696
O	-14.624	-6.674	-1.058
O	39.3	-1.13	-1.618
O	-16.813	1.242	18.302
O	47.566	-4.99	-1.48
O	34.783	-7.723	-0.35
O	-30.99	-1.223	-7.048
O	7.101	-2.429	-5.649
O	13.556	2.2	-0.191
O	3.403	-2.402	-2.914
O	6.435	-0.789	-1.345
O	-52.02	-3.819	-6.314
O	2.533	2.645	0.004
O	15.226	3.339	-2.09
O	3.015	7.881	0.045
O	13.828	4.878	-3.706
O	16.821	4.979	-0.345
O	18.625	-7.044	-1.042
O	17.439	-0.989	-1.323
O	19	-0.191	16.631
O	-14.666	5.008	20.901
O	11.658	-3.154	-3.718
O	10.814	0.097	-0.381
O	9.741	2.363	-1.226
O	60.495	0.275	-6.112
O	46.759	1.796	-1.413
O	6.743	-7.439	-1.123
O	16.166	-5.394	-3.826
O	19.211	3.869	20.77
O	8.042	-2.647	-0.414
O	9.879	-4.232	-1.315
O	10.026	1.288	-3.927
O	6.363	0.284	-5.996
O	-28.236	-6.413	18.171
O	9.273	-6.741	-1.169
O	12.761	4.229	-1.369
O	14.796	5.897	-1.503
O	8.592	5.589	16.761
O	11.763	-6.095	-1.233
O	13.539	-8.048	-0.976
O	22.602	-2.261	21.013
O	14.972	-4.174	-1.646
O	33.933	-1.501	17.843
O	32.199	-3.112	16.697
O	35.86	-0.042	17.031
O	37.546	1.911	17.502
O	33.179	3.724	17.513
O	19.282	-4.694	-4.848
O	35.134	5.225	16.603
O	36.13	7.279	17.566
O	30.646	6.697	17.948
O	31.603	-3.561	-5.952
O	27.312	0.881	-4.36
O	35.912	-4.285	17.54
O	21.887	-2.819	16.679
O	25.095	1.813	18.007
O	23.101	6.464	18.75
O	27.096	2.679	16.673
O	35.069	0.365	19.491
O	28.535	-7.871	-5.86
O	26.403	7.382	17.518
O	20.004	-1.738	-6.389
O	-57.768	-7.359	-6.815
O	-48.517	7.529	20.929
O	22.859	-7.42	17.62
O	24.48	-5.52	16.673
O	25.918	-3.36	17.207
O	28.533	-1.941	17.474
O	29.907	-0.051	16.517
O	31.761	1.511	17.54
O	30.745	7.446	20.56
O	28.905	4.043	17.79
O	22.913	1.988	-5.581
O	28.164	-6.87	17.489
O	30.064	-5.173	16.657
O	29.654	-5.428	-5.99
O	28.315	0.375	18.907
O	19.615	2.47	-3.82
O	22.74	-7.329	-3.905
O	28.741	5.865	-6.354
O	24.759	1.842	20.664
O	66.883	-1.872	17.534
O	33.285	2.264	19.619
O	34.304	-6.327	17.233
O	23.137	-4.82	-2.972
O	29.274	-2.927	-6.797
O	26.159	-3.695	-5.328
O	34.235	-5.67	-5.049
O	32.828	-0.05	20.695
O	32.797	-7.34	20.363
O	28.527	-1.951	20.063
O	-46.489	0.34	20.012
O	29.817	-0.475	-3.375
O	31.156	-4.093	-1.292
O	22.408	4.224	17.455
O	28.459	7.574	19.206
O	33.233	-7.913	-5.977
O	18.612	-4.817	-2.373
O	13.303	-2.344	-5.681
O	31.438	1.339	-4.272
O	17.714	-0.735	-5.393
O	22.765	1.529	19.114
O	25.114	2.355	-6.913
O	24.713	7.734	-0.389
O	-14.433	-1.593	-0.749
O	21.91	-4.518	-5.196
O	-53.834	-2.39	-5.073
O	19.998	-0.112	-4.236
O	21.114	5.004	-6.997
O	36.855	7.552	19.96
O	20.705	-6.83	-5.536
O	25.525	-2.008	-3.357
O	20.738	-3.399	-3.139
O	51.691	5.102	-4.041
O	28.905	2.681	-3.443
O	32.525	-8.162	16.78
O	21.92	5.32	-0.583
O	-57.633	5.636	-3.396
O	26.323	-1.23	18.606
O	20.425	-6.665	-2.938
O	-17.726	1.973	-0.883
O	-53.15	-2.374	20.183
O	45.077	2.552	-3.319
O	36.531	-6.591	18.575
O	21.907	1.363	-3.235
O	16.262	-2.843	-5.623
O	-40.128	1.056	17.873
O	64.96	-5.889	-6.235
O	31.079	3.47	19.128
O	33.908	-2.896	-5.322
O	24.099	-1.302	17.164
O	30.842	7.496	-6.331
O	35.611	-3.941	-3.695
O	18.148	-2.628	-3.702
O	23.963	-0.011	-4.034
O	24.333	-2.879	19.2
O	41.355	-1.123	18.589
O	29.569	0.252	-5.807
O	32.871	5.789	-6.263
O	-55.158	4.957	18.95
O	42.596	-1.914	-3.305
O	20.007	6.972	-1.389
O	32.747	-5.733	-0.261
O	13.943	-6.342	-2.818
O	14.834	-6.597	-5.867
O	16.885	1.26	-2.703
O	19.975	0.878	-1.69
O	-53.924	-6.48	17.211
O	30.565	2.145	-1.404
O	37.464	4.673	-0.782
O	57.396	-5.165	16.39
O	24.179	2.548	-3.45
O	-48.688	-3.519	19.335
O	56.194	1.946	-4.271
O	29.79	6.704	-4.088
O	30.641	4.504	-2.741
O	32.953	-4.202	-3.281
O	32.21	0.086	-0.655
O	36.324	-1.819	18.975
O	24.143	3.869	-1.213
O	28.084	-2.512	-3.809
O	-56.304	3.465	-3.196
O	24.914	1.38	-1.135
O	19.546	4.929	-2.805
O	40.858	1.437	-5.99
O	23.158	-6.821	-1.394
O	42.245	-5.676	19.811
O	27.654	-6.131	-4.264
O	26.798	-5.096	-0.202
O	27.61	-6.741	-1.779
O	28.885	-1.886	-1.366
O	-22.424	-3.704	17.931
O	-61.281	1.376	20.095
O	17.305	3.653	-3.68
O	45.773	-3.222	19.758
O	28.651	3.974	-1.239
O	30.808	6.947	-1.67
O	24.57	5.48	16.629
O	40.716	1.592	-1.182
O	-62.064	5.89	20.763
O	38.901	-1.384	19.467
O	30.677	-2.788	-3.252
O	50.142	-2.061	17.14
O	46.193	-5.408	16.721
O	51.465	-0.024	16.179
O	53.083	0.984	17.768
O	51.873	5.758	16.607
O	43.557	4.678	19.983
O	53.647	7.648	17.286
O	47.628	6.499	17.773
O	55.549	-6.777	17.348
O	49.541	-6.052	19.417
O	52.11	-6.146	20.011
O	37.871	-2.736	16.548
O	39.412	-0.619	17.011
O	42.262	1.065	17.708
O	43.524	2.791	16.413
O	48.351	6.221	-3.514
O	48.99	6.84	21
O	42.646	7.287	17.721
O	38.352	-7.643	-5.641
O	43.837	-7.973	19.921
O	-15.773	-1.312	20.59
O	39.259	-5.642	17.994
O	41.828	-4.586	17.423
O	44.081	-0.837	17.823
O	46.68	1.279	17.478
O	48.931	2.333	16.615
O	51.244	5.382	20.641
O	44.83	4.657	17.564
O	46.066	5.42	19.677
O	45.354	2.836	19.318
O	44.097	-6.816	17.511
O	-48.575	-1.176	20.402
O	45.76	-5.536	-3.195
O	38.354	2.266	-6.757
O	37.098	-5.418	-6.442
O	37.298	-7.478	-3.209
O	52.012	0.635	20.19
O	39.581	3.504	17.695
O	47.034	1.021	20.032
O	35.792	-1.404	-2.834
O	51.144	-6.796	17.564
O	40.804	-3.932	-3.635
O	41.971	-3.063	-5.758
O	43.358	-5.635	-3.756
O	-56.706	0.782	17.108
O	49.451	0.556	20.987
O	50.451	-3.57	19.192
O	48.172	-4.086	20.389
O	-57.49	1.086	-4.504
O	-52.756	-4.395	18.552
O	-36.024	-3.098	-2.781
O	46.913	7.88	20.053
O	47.554	-7.399	-2.846
O	-46.862	-6.857	-1.67
O	-23.329	-6.265	19.347
O	48.341	-1.162	-6.807
O	31.5	2.194	-6.732
O	-4.891	6.071	-5.538
O	47.857	-1.473	20.152
O	43.162	5.419	-0.448
O	58.86	-4.431	-1.527
O	50.24	-1.387	-1.749
O	32.574	3.626	-4.782
O	35.848	2.391	-6.285
O	-53.698	3.539	-3.167
O	15.132	2.225	-4.384
O	66.842	7.126	-3.091
O	37.981	-2.821	-3.1
O	25.209	-6.558	-3.094
O	49.091	-8.071	16.622
O	-20.29	7.029	-4.973
O	43.012	-0.017	20.112
O	-9.027	5.968	-5.333
O	41.02	-5.518	-5.709
O	37.846	-5.445	-0.515
O	40.196	-1.544	-4.168
O	39.076	-3.914	-5.691
O	33.683	1.301	-5.544
O	50.949	7.926	19.753
O	36.971	0.524	-1.513
O	38.889	-5.964	20.634
O	-48.673	1.254	19.022
O	37.86	-3.843	19.522
O	47.895	3.208	18.822
O	14.011	0.282	-5.69
O	-28.944	3.451	-2.674
O	63.973	0.294	-2.008
O	45.082	-7.386	-5.001
O	-35.484	-5.7	-6.506
O	38.229	-0.438	-6.808
O	40.414	-3.932	19.53
O	55.334	4.109	20.26
O	51.757	-1.496	-3.86
O	51.231	-6.104	-3.559
O	54.339	-7.4	19.544
O	34.735	5.023	-4.633
O	36.772	6.466	-4.048
O	47.332	-8.188	-6.272
O	-38.99	1.663	-3.748
O	36.888	-2.703	-6.101
O	-58.962	-5.081	-6.375
O	35.759	2.607	-0.809
O	62.421	-0.686	19.721
O	23.944	3.918	19.422
O	56.972	0.259	19.547
O	-14.825	3.842	18.472
O	51.419	-7.92	-0.464
O	59.538	-3.077	16.44
O	49.458	4.628	-1.517
O	-23.371	-6.242	-5.176
O	-42.632	3.754	17.841
O	51.64	2.487	-3.527
O	50.246	-3.634	-2.983
O	48.574	0.105	-0.569
O	52.225	-3.797	17.317
O	42.576	2.982	-2.273
O	43.424	0.565	-3.156
O	42.405	-0.343	-0.976
O	52.269	-4.374	-1.653
O	-49.072	6.986	-5.672
O	-5.222	5.55	-2.94
O	41.606	-6.811	-2.341
O	39.457	-7.499	-1.095
O	-22.39	1.217	-5.595
O	48.415	-5.911	-6.642
O	40.692	-2.889	-0.478
O	42.519	-4.523	-1.405
O	42.909	2.472	-4.79
O	44.6	-1.342	-1.714
O	-26.309	3.161	-1.822
O	41.391	7.053	-1.467
O	-32.687	5.547	-3.023
O	47.162	4.038	-2.759
O	47.971	6.905	-1.192
O	40.869	5.512	16.774
O	44.036	-6.608	-1.355
O	45.895	-8.122	-0.406
O	50.048	0.609	-5.919
O	46.149	-2.913	-0.569
O	-52.693	-7.612	-4.179
O	66.547	-5.11	18.523
O	67.973	0.104	16.375
O	-61.046	1.91	17.507
O	66.6	4.178	17.578
O	60.197	3.578	20.631
O	-62.285	5.84	16.461
O	-60.217	7.932	16.441
O	63.559	6.648	17.736
O	-51.622	1.367	17.5
O	57.142	-8.103	-3.72
O	-61.83	-4.471	17.176
O	54.346	-2.647	16.423
O	56.04	-1.068	17.52
O	58.27	1.112	17.452
O	59.941	2.717	16.263
O	64.332	0.97	20.42
O	-59.939	6.143	19.246
O	-22.456	6.107	-3.598
O	55.278	-3.982	-5.637
O	58.563	7.72	18.393
O	50.826	-1.897	-6.523
O	55.951	7.199	18.393
O	-18.179	6.718	18.212
O	-56.68	6.663	-6.293
O	61.472	-1.581	17.464
O	63.01	1.481	17.025
O	65.245	2.47	16.253
O	60.181	6.324	20.82
O	62.041	4.056	16.947
O	62.166	5.121	19.624
O	-47.346	4.61	-1.319
O	60.663	-6.988	17.436
O	62.528	-5.433	16.491
O	62.02	-1.958	-6.546
O	60.076	-1.998	19.632
O	-27.304	8.072	-2.956
O	-22.317	0.876	20.589
O	63.039	5.34	-5.403
O	55.842	4.115	17.653
O	-51.587	5.251	-3.108
O	66.135	1.791	18.671
O	67.601	-6.85	17.032
O	59.718	-5.835	-3.696
O	59.708	-3.02	-3.731
O	59.144	-1.816	-5.937
O	62.195	-3.468	-3.086
O	-25.92	3.744	-6.049
O	65.575	-2.935	19.445
O	64.1	-5.148	19.418
O	57.384	3.665	-5.904
O	60.733	1.664	-2.981
O	64.14	-4.395	-1.514
O	58.211	-6.56	-5.671
O	-18.938	0.825	-6.145
O	-43.454	5.812	-0.209
O	-50.921	7.336	20.005
O	60.966	6.744	17.962
O	-52.026	-7.036	18.8
O	47.404	-3.531	-6.236
O	57.424	2.821	19.294
O	5.023	-0.227	19.688
O	59.583	5.557	-0.624
O	62.314	-3.291	19.363
O	-51.488	-5.504	-3.124
O	-49.319	2.114	16.615
O	66.459	-7.039	-1.645
O	61.608	2.337	18.892
O	60.64	-7.12	-5.893
O	55.799	-7.355	-5.853
O	-35.005	-3.131	0.332
O	56.436	-3.023	-3.329
O	53.761	0.96	-4.017
O	62.634	3.167	-3.96
O	65.338	-8.151	16.536
O	-58.394	-6.503	-4.272
O	-15.539	4.511	-0.568
O	59.61	-4.63	19.94
O	-29.853	-7.877	-2.786
O	54.263	-5.526	-0.603
O	57.755	-3.851	-5.348
O	54.035	-2.407	-3.42
O	54.95	0.996	-6.334
O	-19.834	4.016	-0.794
O	55.831	-0.616	-4.288
O	57.308	7.771	20.566
O	59.412	1.213	19.861
O	-49.884	-4.044	17.077
O	64.104	3.427	18.411
O	61.468	-1.157	-4.096
O	34.456	-5.313	19.578
O	64.567	7.378	-1.89
O	0.189	-1.968	20.528
O	-60.845	-6.75	-5.74
O	61.876	-5.577	20.783
O	50.893	3.208	-5.899
O	-22.931	-4.007	20.523
O	-11.973	0.957	-0.766
O	-57.728	4.897	19.601
O	60.682	-1.633	-1.703
O	-38.452	-2.147	17.041
O	49.945	8.052	-2.713
O	-33.561	-4.033	18.26
O	-29.814	-5.484	20.059
O	-6.134	7.221	17.904
O	60.029	-7.332	20.347
O	53.027	1.31	-1.589
O	-47.492	7.979	-3.756
O	62.735	2.399	-1.378
O	53.709	-1.423	-5.825
O	55.522	-1.063	-1.711
O	56.35	4.469	-3.64
O	51.298	2.921	-0.563
O	-61.858	5.175	-2.958
O	-51.58	-2.944	-3.835
O	17.085	-7.555	-4.903
O	67.146	5.456	-5.037
O	45.17	3.896	-1.162
O	66.288	-0.61	-1.88
O	-41.275	2.639	-2.926
O	58.519	2.857	-3.681
O	64.447	-2.17	-2.977
O	58.498	1.088	-1.689
O	56.818	2.845	-0.683
O	-34.454	0.855	20.938
O	55.196	4.913	-1.317
O	57.595	6.964	-1.443
O	55.856	-7.379	-1.517
O	64.563	-1.581	-6.588
O	-23.54	-3.683	-5.554
O	57.065	-2.738	-0.543
O	-54.414	5.261	-6.521
O	57.79	0.38	-6.517
O	58.806	0.225	-4.121
O	54.14	5.931	-3.579
O	60.888	-6.108	-1.412
O	57.487	5.409	19.362
O	61.056	4.114	-2.014
O	-21.586	0.002	-3.335
O	-14.853	-3.639	20.061
O	62.924	-6.651	-4.79
O	62.521	-8.003	-0.649
O	-4.236	-0.836	-1.186
O	62.469	-2.817	-0.362
O	-46.722	-0.166	16.654
O	-21.616	0.997	-0.869
O	-45.237	1.51	17.892
O	19.23	0.919	-6.523
O	-47.828	3.659	17.892
O	49.401	3.848	-3.977
O	-46.457	5.423	16.65
O	-44.67	7.133	17.386
O	-51.214	6.962	17.492
O	-45.549	-4.667	17.589
O	-48.692	-1.732	17.436
O	-40.482	-6.171	-5.511
O	-60.125	-2.769	16.169
O	-58.238	-1.533	17.268
O	-20.791	-0.871	-5.767
O	-54.671	2.526	16.488
O	-43.376	4.126	20.282
O	-55.82	1.064	-6.518
O	-55.627	7.178	17.628
O	-61.779	-1.809	-6.239
O	-42.011	-1.167	-1.193
O	-57.294	-2.155	19.536
O	-58.572	-6.513	17.506
O	-56.6	-4.855	16.983
O	-54.842	-2.986	16.339
O	-53.088	-1.805	17.615
O	39.818	7.937	-3.492
O	-37.194	-7.94	20.804
O	-48.666	0.041	-0.234
O	-52.656	3.83	17.496
O	-59.416	7.225	-5.967
O	-52.51	2.563	19.828
O	-25.872	-6.522	-4.345
O	-51.835	-5.518	16.17
O	-35.841	3.887	-1.001
O	-61.254	2.905	-7.025
O	-62.439	-2.575	-3.738
O	-58.174	-7.401	-1.649
O	-54.193	7.801	-6.13
O	-59.18	4.331	17.35
O	-55.845	6.647	-1.672
O	-13.237	7.909	0.134
O	-47.528	-6.353	17.545
O	37.257	4.403	-5.49
O	-51.673	-1.2	-5.821
O	-56.144	-2.932	-6.242
O	2.416	0.911	-3.166
O	37.989	-0.279	-3.735
O	-36.694	-3.802	-5.15
O	50.06	-5.783	-1.29
O	-42.965	-0.165	-3.34
O	-17.995	-3.539	18.366
O	-50.128	-3.805	-1.701
O	-55.913	3.429	20.978
O	-53.324	6.923	18.856
O	-49.373	-6.848	-4.828
O	-18.309	1.127	20.631
O	-58.683	-3.993	18.35
O	-49.553	0.689	-3.871
O	63.46	3.085	-6.521
O	-58.88	1.254	18.718
O	-19.564	7.531	20.429
O	-54.122	5.234	-0.42
O	-50.939	-2.395	18.791
O	-47.287	-1.767	-1.397
O	-52.679	-6.363	-6.447
O	65.06	3.851	-4.556
O	66.735	3.348	-6.494
O	17.801	1.936	19.764
O	-60.001	-1.788	-4.212
O	-19.177	-6.456	-2.535
O	-58.515	-1.368	-1.928
O	67.497	3.076	-3.963
O	-54.903	1.444	-4.129
O	-49.184	-8.1	16.577
O	-12.701	-4.158	18.032
O	-56.643	0.427	19.719
O	-61.058	-3.903	-1.871
O	-56.418	-5.459	-5.686
O	-59.637	-5.575	-0.645
O	-55.771	-3.356	-3.642
O	34.65	4.672	-1.395
O	-43.018	-6.936	20.548
O	-60.04	5.722	-0.576
O	-59.624	0.667	-3.082
O	-59.936	-1.732	19.211
O	-54.797	-4.302	-1.363
O	-39.6	-1.731	19.529
O	-50.319	3.311	18.704
O	-49.388	-4.287	-4.129
O	15.105	0.23	-1.196
O	-23.041	1.994	18.451
O	-48.155	-5.003	-6.282
O	-59.886	1.351	-5.52
O	-42.64	-2.215	20.345
O	-24.037	4.075	-2.901
O	35.732	1.092	-3.87
O	-44.927	-3.452	20.783
O	-16.955	6.725	-0.729
O	-23.073	7.745	17.871
O	-61.558	7.31	-4.544
O	-51.814	-2.343	-0.483
O	-47.181	-5.724	-3.974
O	-42.083	-1.453	17.81
O	41.277	4.074	-5.85
O	-39.04	2.743	-6.658
O	-56.668	8.116	-3.616
O	-28.892	6.007	-2.459
O	-51.191	2.697	-3.417
O	64.552	-3.839	17.186
O	-45.474	2.981	-5.975
O	-31.689	-3.239	19.901
O	67.853	2.752	0.319
O	57.428	5.664	16.31
O	27.183	-5.653	-6.781
O	-48.914	5.081	-3.382
O	-50.073	7.433	-3.325
O	-49.918	5.99	-1.165
O	-50.57	1.222	-1.402
O	-44.252	-0.605	19.062
O	-55.933	-0.908	-4.646
O	23.49	-1.299	-1.711
O	-55.114	1.833	-1.572
O	-38.587	-2.982	-3.455
O	66.793	4.049	-1.631
O	-58.262	3.936	-1.498
O	52.405	-3.589	-5.254
O	-14.308	0.702	-6.941
O	-14.943	-0.451	-3.056
O	-54.053	-5.389	-3.641
O	-56.832	-2.829	-0.655
O	8.441	3.826	-2.916
O	-15.394	5.919	-2.703
O	-53.855	-0.256	-0.558
O	-28.127	1.936	18.085
O	-56.5	-5.709	-2.655
O	-60.017	3.487	19.521
O	-52.122	3.617	-1.114
O	-22.033	-8.154	20.162
O	-57.185	5.48	16.412
O	-53.179	-6.882	-1.671
O	-51.379	8.058	-0.418
O	-47.681	-1.15	-3.976
O	-13.309	0.075	17.269
O	-31.261	-2.03	17.701
O	-4.362	7.958	-3.798
O	-29.817	0.101	17.106
O	-26.187	3.77	18.089
O	-31.521	4.341	18.363
O	20.566	7.277	-3.939
O	-29.731	5.698	17.245
O	-27.891	7.355	18.203
O	-34.282	6.192	17.963
O	-41.054	1.737	-5.421
O	-24.838	6.486	-2.345
O	-29.099	-4.035	17.911
O	-43.858	-2.896	16.687
O	-5.319	-5.243	-3.208
O	-43.879	7.106	19.774
O	-38.295	2.695	16.883
O	-31.58	-0.462	19.663
O	-38.18	-5.424	-6.515
O	-38.894	-7.614	18.857
O	-44.417	-5.112	-2.626
O	23.55	4.417	-6.847
O	-13.843	-7.374	-3.519
O	-42.755	-6.795	17.901
O	-35.152	-1.974	20.017
O	39.991	3.989	-1.481
O	-36.543	-0.835	18.113
O	-34.621	1.077	18.256
O	-32.555	2.29	17.353
O	-34.491	7.298	20.305
O	-36.448	4.222	17.78
O	-38.364	4.145	19.583
O	-36.197	2.537	19.845
O	-36.65	-6.591	18.356
O	-35.255	-5.328	16.782
O	-26.01	-1.249	-1.407
O	-37.411	-0.859	20.668
O	-38.935	6.375	20.664
O	-29.471	0.468	20.929
O	-8.66	5.101	19.83
O	-26.979	-1.706	-4.043
O	-31.12	2.115	19.669
O	-30.921	-6.594	18.032
O	-61.598	-6.029	19.22
O	52.425	6.396	-1.749
O	-39.968	-3.606	-5.554
O	-45.508	-0.395	-2.709
O	11.818	-3.512	19.63
O	-37.439	-5.287	-3.041
O	-33.924	-4.015	20.936
O	-37.416	-3.057	19.216
O	-36.714	1.906	-2.412
O	-32.763	-5.093	0.149
O	-56.93	-5.661	19.465
O	-36.579	7.199	18.599
O	-31.756	7.417	-1.424
O	-46.691	-5.257	19.865
O	-17.779	-4.462	-3.419
O	-35.847	5.131	20.012
O	-44.309	1.696	20.34
O	-51.515	7.675	-6.39
O	65.295	-0.139	-4.384
O	-37.801	5.508	-0.168
O	-19.301	0.366	-2.173
O	-45.267	-7.059	18.722
O	16.882	-1.544	17.399
O	-47.088	1.338	-4.664
O	62.995	0.276	-5.489
O	-21.621	-5.798	-2.917
O	-42.533	-6.587	-3.851
O	-33.288	-1.345	-5.771
O	-43.333	-2.746	-2.844
O	-39.913	4.055	-4.72
O	-33.086	0.966	-4.387
O	-32.7	-8.157	17.068
O	62.695	7.646	-6.483
O	-17.018	1.186	-3.303
O	-32.423	-5.812	19.971
O	-2.094	5.23	20.144
O	-43.145	-5.404	-0.139
O	-24.653	5.72	-4.892
O	-44.892	-3.42	-0.813
O	-39.43	0.76	20.409
O	-15.842	7.308	-4.889
O	-8.937	7.515	-2.932
O	-29.449	-1.908	19.777
O	32.433	5.466	-0.424
O	26.788	3.319	-5.015
O	-33.582	3.025	19.649
O	-33.75	-5.362	-4.498
O	-13.136	-1.629	20.088
O	-30.418	5.072	-4.347
O	-34.082	-7.823	-5.621
O	49.866	-4.079	-5.548
O	-39.729	-4.006	18.078
O	-39.015	3.32	-1.8
O	-27.369	3.12	20.355
O	-18.455	2.983	18.775
O	-17.639	4.705	-2.179
O	66.47	-0.551	19.792
O	-46.626	3.724	-3.727
O	-61.055	-4.113	-5.247
O	-32.267	-6.67	-2.823
O	3.136	7.719	-2.838
O	-43.076	-4.575	19.338
O	21.673	-7.994	19.954
O	-44.013	1.17	-1.279
O	-27.339	-4.659	19.898
O	-34.452	1.661	-0.938
O	-28.097	1.4	-1.363
O	-12.684	2.634	-5.903
O	-30.789	-6.603	-0.714
O	-45.943	2.693	-0.337
O	-31.411	4.803	-0.885
O	-61.487	2.621	-1.875
O	50.126	4.306	17.721
O	7.126	-3.714	19.324
O	-31.153	-5.518	-4.86
O	-32.538	0.027	-0.156
O	-28.56	7.697	-0.593
O	-38.699	0.824	-1.123
O	-34.721	-0.898	-3.543
O	-26.956	5.701	0.117
O	-40.736	2.201	-0.27
O	-44.679	1.864	-3.754
O	-41.473	4.513	-1.162
O	-40.22	-7.459	-3.215
O	-41.41	-7.239	-0.908
O	-40.642	-4.75	-3.319
O	-20.782	2.888	19.775
O	-40.405	-2.824	-0.114
O	-38.386	-4.28	-0.821
O	5.145	5.575	-6.574
O	-30.791	-7.918	20.345
O	-14.961	-1.771	18.134
O	-38.806	-6.773	-1.193
O	-40.954	5.062	19.571
O	-54.326	-6.156	19.771
O	-2.159	6.697	-4.229
O	-41.263	7.789	19.568
O	-36.401	-6.043	-0.743
O	-35.105	-8.127	0.02
O	26.49	2.848	-2.475
O	43.074	-3.252	19.392
O	-24.571	-0.503	20.524
O	-17.108	6.796	20.523
O	-11.258	1.472	18.165
O	-10.929	0.519	20.585
O	13.408	7.492	-3.565
O	-23.009	3.53	20.697
O	-13.375	5.52	17.158
O	-11.898	7.387	18.055
O	8.645	7.14	-1.627
O	-16.119	-2.662	-2.488
O	45.12	-4.876	-5.676
O	-41.059	-5.489	16.567
O	-27.167	-2.576	17.063
O	-25.471	-0.956	18.131
O	3.411	7.02	-5.307
O	-21.488	2.907	16.731
O	-32.095	-1.342	-3.472
O	-21.152	-4.831	-6.016
O	50.203	1.947	18.897
O	-27.042	-3.967	-5.592
O	52.186	-1.497	18.677
O	-22.397	-1.623	19.466
O	-25.839	-7.343	17.873
O	-24.359	-5.347	17.013
O	62.29	7.647	20.011
O	-19.753	-1.558	18.385
O	-18.846	0.271	16.971
O	-9.085	-6.929	18.29
O	32.38	6.062	-3.726
O	-20.21	4.756	17.95
O	-19.011	5.024	20.179
O	-46.438	7.075	19.46
O	-21.076	-6.92	18.012
O	-19.12	-5.421	17.145
O	-19.091	-5.95	-5.192
O	-55.385	7.11	20.398
O	-21.474	5.834	20.97
O	-23.893	-7.588	-2.935
O	-13.766	2.576	20.63
O	-25.823	1.385	19.195
O	-20.041	5.388	-2.991
O	-16.334	2.912	20.369
O	-14.227	-6.356	18.095
O	27.386	-1.017	-6.268
O	9.106	2.807	20.112
O	20.617	-3.25	19.547
O	48.279	-4.251	17.791
O	-3.409	4.487	17.935
O	-40.842	-5.963	19.578
O	67.423	-2.72	-1.084
O	15.777	-8.149	-2.608
O	-27.17	-0.664	20.209
O	-16.993	-4.52	-0.865
O	-6.767	-0.657	19.85
O	-29.814	2.881	-0.045
O	-13.51	6.423	-4.382
O	-17.115	-6.989	-3.878
O	14.143	5.251	19.851
O	-9.865	0.772	-5.212
O	-39.637	7.137	-1.12
O	38.473	-8.051	17.707
O	-41.003	-2.052	-3.569
O	-21.663	5.66	0.12
O	-18.254	-2.315	20.582
O	29.449	5.283	19.945
O	-55.297	-3.87	20.551
O	-20.81	-1.402	-1.094
O	-28.42	2.896	-6.141
O	-34.5	2.931	-3.213
O	45.031	7.001	-6.829
O	-62.321	-2.562	19.785
O	-26.708	-3.607	-2.29
O	-5.549	8.049	20.275
O	-45.516	7.794	-0.325
O	-16.183	-8.034	17.337
O	-24.672	4.409	-0.37
O	-32.436	3.528	-4.689
O	54.017	3.363	-3
O	-27.117	-5.605	0.023
O	60.948	5.783	-6.949
O	-28.88	-3.404	-3.773
O	-33.721	6.043	-0.637
O	-28.348	-7.336	-5.133
O	26.791	5.656	-0.395
O	-29.964	-6.247	-7.034
O	-62.155	7.864	-0.609
O	-1.264	2.829	-6.116
O	18.736	2.821	-0.516
O	32.926	-2.118	-1.724
O	-32.776	-5.933	-6.859
O	56.446	-5.619	-3.935
O	-41.214	2.606	19.759
O	-28.931	-4.122	-1.114
O	49.854	-7.68	-5.272
O	-20.886	-6.651	-0.593
O	-23.93	2.078	-1.119
O	0.582	5.036	20.645
O	-0.857	2.44	-3.585
O	-11.577	-6.373	18.531
O	-27.748	4.788	-4.494
O	24.724	-3.148	-0.433
O	-15.327	-5.129	-2.917
O	11.266	-5.829	20.709
O	17.999	6.946	-3.28
O	4.571	5.384	-3.592
O	-4.8	-0.463	-3.752
O	-28.035	-5.754	-3.03
O	1.056	3.527	-5.07
O	-28.701	-1.945	-6.076
O	36.16	-3.497	-1.232
O	-48.598	-0.1	-6.198
O	23.008	-2.424	-4.026
O	-48.679	2.666	-2.435
O	-44.082	-4.972	-5.132
O	10.893	3.623	-3.359
O	26.148	7.574	20.996
O	-39.154	6.187	18.04
O	-16.214	0.096	0.081
O	-45.904	-2.954	-3.222
O	-1.929	6.339	-1.502
O	52.109	7.709	-4.065
O	34.833	-8.016	-3.821
O	38.29	3.086	19.815
O	-35.929	-1.179	-1.078
O	-45.526	-3.327	-6.736
O	-23.25	7.605	-0.6
O	-25.535	-7.562	-0.838
O	-53.233	0.868	-6.575
O	58.435	-6.958	-1.707
O	-24.302	-2.724	-0.082
O	-22.476	-4.333	-0.917
O	-37.861	5.064	-6.271
O	27.094	-0.066	-0.558
O	-26.952	-7.233	20.266
O	-24.09	-5.04	-2.941
O	-7.181	-6.837	-2.228
O	19.093	5.409	16.887
O	-13.491	-2.687	-2.9
O	-24.435	5.605	17.2
O	-60.928	-8.091	20.623
O	-18.892	-8.112	0.185
O	-17.468	2.966	-5.853
O	-18.868	-2.785	-0.074
O	39.117	-5.877	-3.848
O	-3.714	6.889	18.921
O	-3.126	-7.823	-6.081
O	45.265	7.323	18.055
O	-55.154	6.172	-4.223
O	5.385	-5.405	20.472
O	-12.462	0.133	-5.224
O	10.188	2.89	-5.946
O	54.39	-0.341	19.525
O	-41.839	0.17	19.77
O	12.016	-1.888	-1.413
O	24.019	-7.317	20.634
O	52.387	1.327	-6.777
O	35.725	-0.304	-6.027
O	-27.112	2.227	-4.019
O	48.096	-5.16	-4.119
O	-23.348	3.614	-5.744
O	-56.696	2.804	18.589
O	-34.507	2.571	-5.887
O	65.286	-7.202	-3.906
O	64.427	-4.614	-4.04
O	27.593	1.615	-6.849
O	-20.461	-3.54	19.723
O	56.15	-2.187	19.964
O	24.811	-0.83	20.756
O	-24.624	-2.413	-3.321
O	7.708	-0.112	-3.547
O	35.764	-7.56	-6.248
O	-31.516	-7.994	-5.937
O	-45.094	-7.229	-3.805
O	-7.134	-1.716	-3.994
O	36.16	7.059	-1.662
O	31.817	-1.064	-5.225
O	60.069	-4.508	-5.9
O	39.68	1.073	18.891
O	-10.643	-1.729	-4.968
O	-58.856	3.189	-3.883
O	36.526	3.957	-3.064
O	-32.676	6.05	-5.54
O	-18.25	5.489	-5.537
O	-22.222	-3.247	-3.359
O	-31.955	-3.975	-2.91
O	-20.914	7.917	-2.593
O	19.013	-5.435	19.734

Results
total energy: -751508.474 eV
total energy less fixed offsets of O -438.25, Si -107.07 eV per atom: 44.806 eV

Forces (eV/angstrom) on atoms 255 to 573 of the 3456, counted in the order above; the others are left out for length: element, x, y, z
Si	-0.01	0	0.011
Si	-0.004	0.006	0.042
Si	-0.051	0.038	0.044
Si	0.027	-0.028	0.04
Si	-0.024	-0.023	0.036
Si	0.003	0.023	0.004
Si	-0.003	-0.013	0.035
Si	0.017	-0.059	-0.012
Si	-0.035	0.031	0.021
Si	-0.02	0.029	0.011
Si	0.012	-0.002	0.018
Si	-0.005	-0.031	0.04
Si	0.011	0.026	-0.007
Si	0.012	0.027	0.009
Si	-0.004	-0.022	-0.003
Si	0.045	0	0.034
Si	-0.032	0.007	0.008
Si	0.005	0.008	0.036
Si	-0.01	-0.018	-0.002
Si	-0.019	-0.013	-0.004
Si	-0.002	-0.014	0.001
Si	-0.01	0.001	0.006
Si	-0.006	0.042	-0.015
Si	0.014	-0.004	0.025
Si	-0.017	-0.007	-0.023
Si	0.027	0.042	0.011
Si	0.028	0.011	-0.001
Si	-0.002	0.013	0.002
Si	-0.032	0.002	0.011
Si	0.024	-0.023	0.02
Si	0.001	-0.011	-0.008
Si	0.032	-0.019	0.01
Si	-0.029	-0.009	0
Si	-0.017	-0.014	0.021
Si	0.025	-0.012	0.016
Si	0.01	0.008	0.014
Si	-0.003	-0.009	0
Si	-0.006	-0.003	-0.017
Si	-0.009	-0.006	-0.001
Si	-0.01	-0.006	-0.009
Si	0.009	0.01	-0.016
Si	0.012	0.004	-0.013
Si	0.018	-0.012	-0.008
Si	0.002	-0.033	-0.019
Si	-0.004	-0.009	0.002
Si	-0.012	-0.011	-0.042
Si	-0.006	-0.005	-0.012
Si	0.002	0.001	-0.007
Si	0.019	0.012	-0.007
Si	-0.018	0.019	-0.005
Si	-0.008	0.017	-0.003
Si	-0.002	0.01	-0.006
Si	-0.012	-0.017	0.032
Si	-0.006	0.019	-0.011
Si	-0.002	0.027	0.034
Si	0.01	-0.001	-0.005
Si	0.008	-0.016	0.005
Si	-0.007	0.02	0.008
Si	-0.025	-0.008	-0.027
Si	0.01	-0.017	0.02
Si	0.004	0.016	0.03
Si	0.007	0.015	-0.019
Si	0.015	0.051	0.015
Si	0.024	-0.014	0.021
Si	-0.02	0.021	-0.002
Si	-0.003	0.017	-0.018
Si	0.009	-0.011	-0.015
Si	0.018	0.002	-0.001
Si	-0.01	-0.005	0.019
Si	-0.028	-0.017	-0.003
Si	0.036	0.014	-0.023
Si	0.021	0.046	-0.011
Si	-0.009	0.028	-0.034
Si	0.016	0.009	0.01
Si	-0.009	0.004	-0.019
Si	-0.021	-0.062	-0.009
Si	0.032	0.008	0
Si	-0.042	-0.004	-0.029
Si	-0.002	-0.053	0.001
Si	0.011	-0.008	-0.034
Si	0.015	-0.003	0.018
Si	-0.03	0.012	0.003
Si	0.031	0.06	0.009
Si	-0.028	0.001	0.005
Si	0.004	0.017	-0.015
Si	0.001	0.002	-0.028
Si	0.022	0.029	-0.036
Si	-0.035	-0.049	-0.018
Si	0.018	-0.007	0.069
Si	0.021	0.004	0.045
Si	-0.002	0.027	0.012
Si	-0.017	-0.013	0.073
Si	-0.019	-0.012	0.07
Si	0.015	-0.018	0.057
Si	-0.015	0.007	0.009
Si	-0.041	0.004	0.077
Si	-0.006	-0.011	0.011
Si	-0.039	-0.019	0.042
Si	0.009	-0.035	0.046
Si	-0.095	0.052	0.034
Si	0.03	-0.025	0.021
Si	-0.02	-0.054	0.029
Si	0.065	-0.077	0.012
Si	-0.005	0.029	0.02
Si	0.035	-0.028	0.054
Si	-0.019	-0.005	0.051
Si	-0.018	-0.316	-0.721
Si	0.139	0.17	-0.773
Si	-0.179	-0.264	-0.701
Si	0.11	0.146	-0.763
Si	0.268	0.068	-0.749
Si	-0.148	-0.049	-0.714
Si	0.391	0.125	-0.641
Si	-0.099	0.016	-0.633
Si	-0.385	-0.187	-0.725
Si	-0.136	0.035	-0.633
Si	-0.361	-0.253	-0.638
Si	0.033	0.063	-0.56
Si	0.408	0.166	-0.653
Si	-0.202	0.116	-0.712
Si	0.184	0.127	-0.729
Si	-0.085	-0.097	-0.714
Si	-0.245	-0.158	-0.8
Si	0.106	0.204	-0.754
Si	-0.113	0.011	-0.168
Si	-0.012	-0.06	-0.179
Si	-0.103	-0.032	-0.197
Si	-0.073	-0.062	0.097
Si	-0.098	0.033	0.019
Si	0.094	-0.037	-0.041
Si	0.066	-0.091	-0.217
Si	0.026	0.025	0.115
Si	-0.085	0.066	0.033
Si	-0.085	0.038	0.009
Si	0.144	-0.028	-0.003
Si	0.027	0.056	-0.025
Si	-0.095	0.033	-0.094
Si	-0.159	0.024	-0.052
Si	-0.004	0.154	0.085
Si	0.008	0.121	-0.094
Si	0.149	0.046	0.063
Si	0.023	-0.013	0.026
Si	0.124	0.075	-0.139
Si	-0.151	0.049	-0.143
Si	0.086	-0.155	0.036
Si	-0.048	0.164	-0.011
Si	-0.008	0.039	0.111
Si	0.017	0.001	-0.17
Si	-0.017	0.045	-0.166
Si	-0.07	0.072	-0.125
Si	0.043	0.109	0.211
Si	0.067	-0.075	-0.08
Si	-0.038	0.08	-0.098
Si	0.03	0.038	-0.152
Si	-0.056	0.002	0.038
Si	-0.003	0.028	0.114
Si	0.163	-0.11	-0.058
Si	0.113	0.033	-0.108
Si	-0.177	0.05	0.022
Si	-0.048	-0.074	0.042
Si	0	-0.186	-0.048
Si	-0.054	-0.009	-0.015
Si	-0.094	0.027	0.105
Si	-0.008	0.059	-0.028
Si	0.048	-0.134	0.05
Si	0.103	0.117	-0.077
Si	0.054	-0.117	0.103
Si	-0.09	-0.053	-0.072
Si	-0.009	-0.105	-0.049
Si	-0.062	-0.054	0.001
Si	-0.054	0.031	0.11
Si	-0.013	-0.058	0.056
Si	-0.083	-0.025	-0.147
Si	0.088	-0.114	0.259
Si	0.026	0.011	-0.018
Si	0.02	0.056	-0.038
Si	0.153	0.107	0.033
Si	0.019	0.054	0.13
Si	0.436	-0.188	0.695
Si	0.338	-0.066	0.73
Si	0.058	-0.024	0.496
Si	-0.097	0.067	0.668
Si	0.12	-0.19	0.67
Si	0.143	0.026	0.608
Si	-0.293	0.157	0.675
Si	-0.011	0.191	0.699
Si	-0.02	-0.266	0.631
Si	0.004	0.016	0.521
Si	-0.089	0.089	0.734
Si	-0.074	0.035	0.581
Si	0.13	-0.079	0.673
Si	-0.115	0.143	0.664
Si	0.054	-0.045	0.784
Si	-0.266	0.335	0.691
Si	0.475	-0.421	0.605
Si	-0.181	0.067	0.821
Si	0.017	-0.002	-0.065
Si	0.005	0.009	-0.063
Si	0.021	0.014	-0.009
Si	-0.046	0.038	-0.075
Si	0	0.016	0.005
Si	0.02	0.012	-0.038
Si	-0.037	-0.016	-0.059
Si	0.018	-0.031	-0.03
Si	-0.03	0.008	-0.035
Si	0.053	0.065	-0.056
Si	-0.073	-0.048	-0.037
Si	0.029	0.039	-0.017
Si	0	-0.008	-0.038
Si	0.001	0.021	0.001
Si	0.016	-0.025	-0.057
Si	0.013	-0.022	-0.061
Si	-0.047	0.014	-0.044
Si	-0.017	-0.01	-0.062
Si	0.015	0.008	0.008
Si	0.028	-0.044	0.031
Si	-0.006	0.056	0.014
Si	0.043	-0.056	0.006
Si	0.005	-0.003	0.018
Si	0	-0.017	0.026
Si	-0.003	0.059	0.001
Si	0.011	0.008	0.02
Si	0.002	0.024	0.039
Si	0.006	-0.032	0.024
Si	-0.008	0.037	0.001
Si	0.002	-0.007	0.031
Si	0.02	0.019	0.002
Si	0.004	-0.022	-0.015
Si	-0.015	0.004	0.034
Si	-0.018	-0.011	0.047
Si	0.029	-0.026	0.002
Si	-0.025	0.015	0.004
Si	0.021	-0.031	-0.022
Si	0.023	0.023	-0.029
Si	-0.014	-0.018	-0.019
Si	0.002	0.018	0.013
Si	-0.016	0.015	-0.049
Si	0.009	0.006	-0.014
Si	0.036	-0.015	0.01
Si	-0.061	-0.033	0
Si	-0.013	-0.004	0.001
Si	-0.025	0.012	0.003
Si	-0.001	-0.005	0.009
Si	0.014	-0.023	-0.017
Si	-0.001	0.009	-0.016
Si	0.006	0.018	0.001
Si	0.015	0.028	-0.035
Si	0.001	0.001	0.035
Si	0.022	-0.019	-0.013
Si	-0.012	0.02	0.02
Si	0.003	0.011	-0.015
Si	-0.009	0.03	-0.012
Si	0	0.016	0.004
Si	-0.005	-0.003	-0.008
Si	-0.006	0.016	-0.021
Si	0.002	0	-0.017
Si	0.019	0.009	0.021
Si	0.022	-0.016	0.002
Si	0.006	0.009	0.007
Si	-0.006	0.009	0.002
Si	-0.01	-0.003	-0.004
Si	0.002	-0.009	-0.002
Si	0.014	0.022	-0.021
Si	0.007	-0.006	0.003
Si	-0.015	0.023	0
Si	-0.012	0.009	-0.013
Si	-0.011	0.004	-0.014
Si	0.004	-0.021	-0.021
Si	-0.024	-0.026	-0.01
Si	0.002	0.009	-0.016
Si	0.004	-0.003	0.034
Si	0.008	0.033	-0.013
Si	-0.003	-0.022	-0.027
Si	-0.019	-0.007	0.005
Si	-0.01	-0.005	-0.005
Si	0.012	-0.016	0.022
Si	0.01	-0.016	0.015
Si	0.001	0.017	-0.004
Si	0.027	0.008	0.004
Si	-0.016	0.021	-0.018
Si	-0.043	-0.015	0.013
Si	0.011	-0.019	0.011
Si	0.013	0.033	0.019
Si	0.013	0.002	-0.01
Si	0.002	-0.021	0.017
Si	0.017	0.015	0.01
Si	-0.001	0.01	-0.008
Si	-0.013	0.014	-0.013
Si	-0.018	-0.001	-0.035
Si	0.018	-0.042	-0.008
Si	0.009	-0.001	-0.009
Si	0.013	-0.013	-0.015
Si	0.009	0.003	0.009
Si	0.03	0.014	-0.018
Si	0.016	0.004	-0.046
Si	-0.001	-0.005	-0.013
Si	-0.054	-0.02	-0.029
Si	0.055	0.009	0.008
Si	-0.022	-0.006	-0.026
Si	0.017	-0.031	-0.001
Si	-0.01	0.011	0.001
Si	-0.012	-0.007	-0.049
Si	-0.002	-0.007	-0.045
Si	-0.012	0.017	-0.05
Si	0.042	-0.024	0.052
Si	0.011	0.001	0.043
Si	0.003	0.025	0.065
Si	0	-0.01	0.05
Si	0.025	0	0.031
Si	0.016	0.04	0.025
Si	0.002	0.023	0.052
Si	-0.019	-0.022	0.045
Si	-0.046	0.017	0.01
Si	0.014	0.004	0.047
Si	0.004	-0.018	0.066
Si	0.018	-0.009	0.024
Si	-0.002	0.034	0.05
Si	-0.013	-0.02	0.052
Si	-0.03	-0.01	0.066
